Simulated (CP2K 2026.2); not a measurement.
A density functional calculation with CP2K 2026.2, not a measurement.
Periodic cell of 3024 atoms, Si2160O864, from a study of silicon, its oxide and their interface. The atomic structure is a simulated model.
Doubt: the forces sum to 3.64 eV/angstrom along one axis rather than to zero, so they err by at least 0.0012 eV/angstrom per atom on average; the grid cutoff is modest.

Settings
functional: PBE
method: Gaussian and plane waves
basis set: DZVP-MOLOPT-SR-GTH
pseudopotentials: GTH-PBE
grid cutoff: 300 Ry, relative cutoff 40 Ry
k points: Gamma only
occupations: fixed
spin: none
net charge: 0

Cell vectors (angstrom)
a 97.92 0 0
b 0 16.32 0
c 0.0958 -0.3035 33.3859

Atoms: element, x, y, z (angstrom)
Si 2.028 -1.98 0.171
Si 4.062 1.53 0.278
Si 1.703 3.631 0.092
Si 4.169 6.575 0.318
Si 1.206 -6.553 0.364
Si 4.117 -4.181 0.744
Si 6.835 -1.788 0.402
Si 9.696 1.094 0.26
Si 6.524 4.46 0.399
Si 9.621 6.383 0.283
Si 6.289 10.019 0.321
Si 9.133 12.466 0.37
Si 11.978 -1.037 0.463
Si 15.008 1.076 0.166
Si 11.878 4.212 0.434
Si 14.494 6.919 0.28
Si 12.42 9.296 0.307
Si 15.063 -4.25 0.266
Si 2.889 -0.164 1.458
Si 5.474 2.758 1.636
Si 2.648 5.303 1.54
Si 5.322 8.227 1.556
Si 2.64 -5.512 1.876
Si 5.489 -2.812 1.967
Si 8.051 -0.062 1.513
Si 10.706 2.674 1.7
Si 8.093 5.463 1.792
Si 10.718 8.147 1.463
Si 7.988 10.923 1.699
Si 10.787 -2.715 1.593
Si 13.527 0.094 1.733
Si 16.158 2.698 1.482
Si 13.438 5.41 1.699
Si 16.186 -8.168 1.425
Si 13.528 -5.434 1.607
Si 16.2 -2.673 1.577
Si 1.412 1.172 2.792
Si 4.052 4.064 2.97
Si 1.395 6.691 2.974
Si 4.022 9.414 3.097
Si 1.33 -4.072 3.106
Si 4.108 -1.341 3.076
Si 6.802 1.34 2.946
Si 9.397 4.03 3.088
Si 6.725 6.919 2.987
Si 9.412 9.495 2.903
Si 6.811 12.167 3.258
Si 9.434 -1.356 2.973
Si 12.166 1.436 3.063
Si 14.871 4.056 2.937
Si 12.065 6.828 2.963
Si 14.893 -6.824 2.924
Si 12.145 -4.084 2.939
Si 14.846 -1.367 2.995
Si -0.019 -0.086 4.185
Si 2.689 2.618 4.23
Si -0.041 5.309 4.209
Si 2.693 8.034 4.404
Si -0.046 -5.451 4.394
Si 2.716 -2.71 4.397
Si 5.452 0.034 4.375
Si 8.082 2.661 4.407
Si 5.39 5.465 4.316
Si 8.108 8.192 4.368
Si 5.371 10.795 4.461
Si 8.173 -2.701 4.45
Si 10.811 -0.005 4.347
Si 13.536 2.771 4.384
Si 10.788 5.438 4.364
Si 13.496 -8.153 4.294
Si 10.796 -5.464 4.282
Si 13.495 -2.74 4.331
Si 1.314 -1.355 16.435
Si 4.002 1.32 16.523
Si 1.251 4.063 16.416
Si 3.996 6.773 16.392
Si 1.202 -6.771 16.404
Si 3.984 -4.058 16.482
Si 6.708 -1.349 16.549
Si 9.468 1.344 16.559
Si 6.708 4.047 16.475
Si 9.5 6.807 16.563
Si 6.765 9.564 16.491
Si 9.451 -4.062 16.599
Si 12.209 -1.334 16.629
Si 14.962 1.376 16.663
Si 12.24 4.076 16.626
Si 14.92 -9.549 16.592
Si 12.198 -6.779 16.576
Si 14.969 -4.046 16.605
Si 2.664 -0.076 17.879
Si 5.364 2.696 17.864
Si 2.649 5.396 17.724
Si 5.363 8.148 17.695
Si 2.52 -5.388 17.747
Si 5.328 -2.715 17.887
Si 8.045 0.035 17.91
Si 10.852 2.68 17.92
Si 8.059 5.417 17.798
Si 10.846 8.19 17.953
Si 8.071 10.901 17.961
Si 10.805 -2.684 17.963
Si 13.568 0.021 18.03
Si 16.349 2.77 18.004
Si 13.608 5.414 18.035
Si 16.302 -8.19 17.909
Si 13.575 -5.414 17.916
Si 16.327 -2.671 17.986
Si 1.26 1.381 19.055
Si 4.014 4.112 19.145
Si 1.273 6.75 19.011
Si 3.885 -6.855 18.912
Si 1.203 -4.022 19.179
Si 3.973 -1.47 19.354
Si 6.641 1.328 19.311
Si 9.353 3.991 19.135
Si 6.735 6.858 19.088
Si 9.461 9.549 19.317
Si 6.637 -4.061 19.291
Si 9.377 -1.307 19.283
Si 12.173 1.377 19.401
Si 14.97 4.056 19.488
Si 12.196 6.812 19.321
Si 14.937 -6.797 19.249
Si 12.218 -4.046 19.279
Si 14.989 -1.287 19.401
Si -0.069 0.1 20.487
Si 2.623 2.718 20.392
Si -0.076 5.561 20.474
Si 2.625 8.092 20.313
Si -0.24 -5.387 20.417
Si 2.527 -2.82 20.734
Si 5.311 -0.069 20.734
Si 8.029 2.712 20.623
Si 5.367 5.539 20.439
Si 8.013 8.177 20.573
Si 5.077 -5.511 20.333
Si 7.986 -2.65 20.659
Si 10.73 0.032 20.709
Si 13.493 2.711 20.867
Si 10.625 5.417 20.421
Si 13.63 8.167 20.674
Si 10.843 10.929 20.662
Si 13.578 -2.699 20.705
Si 1.442 -1.029 21.863
Si 3.662 1.187 21.828
Si 1.107 3.945 21.649
Si 4.204 7.097 21.753
Si 1.12 -6.917 21.474
Si 3.375 -4.795 21.816
Si 6.887 -1.156 22.185
Si 9.095 1.149 22.045
Si 6.9 4.409 21.78
Si 9.14 6.541 21.847
Si 6.274 -6.967 21.635
Si 9.662 -3.729 21.863
Si 11.922 -1.576 21.942
Si 15.181 1.552 22.154
Si 11.963 4.265 21.895
Si 15.338 7.163 22.013
Si 12.433 9.75 21.958
Si 14.668 -4.342 22.019
Si 0.993 -3.82 25.94
Si 0.742 2.06 -6.461
Si 7.028 7.341 -3.923
Si 5.7 1.146 26.058
Si 4.662 -7.201 -4.102
Si 7.964 3.599 -4.175
Si 12.119 -6.357 -2.707
Si 13.682 -6.151 26.256
Si 10.765 2.473 24.219
Si 6.94 -1.454 25.261
Si 17.991 -3.713 26.384
Si 12.116 -0.192 24.653
Si 8.541 1.085 -2.525
Si 3.001 0.231 -6.632
Si 19.204 3.909 24.811
Si 19.331 -5.471 24.098
Si 22.264 4.33 24.155
Si 17.154 -3.898 -4.162
Si 5.128 3.118 -4.798
Si 7.896 5.432 -1.976
Si 13.525 -2.482 -1.837
Si 18.664 6.69 -6.741
Si 7.099 -6.392 -2.661
Si 9.567 -4.688 -2.533
Si 9.47 -6.908 -6.566
Si 6.928 -6.114 26.362
Si 5.805 -0.143 -1.774
Si 13.403 2.762 -1.949
Si 10.266 -7.744 23.767
Si 12.252 7.074 -4.068
Si 9.887 -1.822 26.043
Si 11.046 -4.242 -6.464
Si 14.371 -1.438 26.211
Si 18.941 -2.752 -2.021
Si 14.462 -5.085 -4.335
Si 18.624 8.043 -1.693
Si 8.123 -5.585 23.581
Si 2.366 4.423 -5.349
Si 5.35 -3.353 -6.49
Si 2.593 8.124 -1.91
Si 9.697 6.726 -5.199
Si -2.506 0.056 23.642
Si 3.517 -4.834 24.751
Si 3.877 0.825 -3.619
Si 13.338 7.153 26.297
Si 10.202 3.994 -6.244
Si 12.362 2.298 -4.815
Si 13.414 5.824 23.812
Si 0.543 4.194 -2.81
Si 15.054 2.962 -6.276
Si 10.547 -0.173 -4.658
Si 16.343 -0.177 24.272
Si 15.222 3.532 24.396
Si 4.145 -7.232 26.378
Si 17.291 -1.115 0.181
Si 19.973 1.597 0.298
Si 17.78 3.828 0.208
Si 20.511 6.677 0.341
Si 17.301 -6.438 0.218
Si 20.51 -4.285 0.291
Si 23.076 -1.555 0.35
Si 25.921 1.286 0.287
Si 22.713 4.469 0.227
Si 25.99 6.728 0.193
Si 22.67 -6.536 0.347
Si 25.227 -3.81 0.394
Si 28.06 -0.975 0.228
Si 31.442 1.245 -0.023
Si 28.162 4.472 0.128
Si 30.803 7.114 0.158
Si 28.688 -6.913 -0.042
Si 31.488 -4.207 0.006
Si 18.829 0.02 1.578
Si 21.604 2.806 1.503
Si 18.898 5.449 1.519
Si 21.61 -8.109 1.697
Si 18.889 -5.387 1.59
Si 21.586 -2.732 1.681
Si 24.3 0.084 1.511
Si 27.106 2.861 1.506
Si 24.347 5.59 1.481
Si 27.149 -8.014 1.434
Si 24.207 -5.401 1.708
Si 26.968 -2.638 1.484
Si 29.784 0.164 1.331
Si 32.555 2.807 1.329
Si 29.703 5.578 1.504
Si 32.501 -8.055 1.304
Si 29.824 -5.321 1.277
Si 32.54 -2.628 1.396
Si 17.5 1.386 2.944
Si 20.262 4.123 2.92
Si 17.537 6.827 2.848
Si 20.191 -6.777 2.983
Si 17.58 -4.002 2.955
Si 20.214 -1.321 2.931
Si 22.96 1.44 2.859
Si 25.674 4.168 2.834
Si 23.055 6.886 2.955
Si 25.739 -6.747 2.841
Si 22.916 -4.046 3.082
Si 25.657 -1.283 2.894
Si 28.5 1.491 2.797
Si 31.18 4.171 2.681
Si 28.408 6.933 2.882
Si 31.173 -6.685 2.701
Si 28.438 -4.013 2.701
Si 31.115 -1.269 2.687
Si 16.201 0.011 4.339
Si 18.909 2.747 4.277
Si 16.225 5.456 4.256
Si 18.868 -8.17 4.295
Si 16.232 -5.429 4.283
Si 18.916 -2.673 4.341
Si 21.621 0.056 4.232
Si 24.351 2.781 4.207
Si 21.658 5.482 4.256
Si 24.423 -8.092 4.27
Si 21.564 -5.437 4.359
Si 24.351 -2.652 4.299
Si 27.111 0.09 4.144
Si 29.875 2.821 4.121
Si 27.055 5.521 4.19
Si 29.856 -8.044 4.13
Si 27.122 -5.366 4.135
Si 29.799 -2.65 4.067
Si 17.693 -1.351 16.575
Si 20.462 1.321 16.475
Si 17.672 4.08 16.55
Si 20.431 -9.553 16.509
Si 17.697 -6.815 16.58
Si 20.438 -4.102 16.501
Si 23.184 -1.455 16.455
Si 25.922 1.269 16.354
Si 23.189 4.029 16.39
Si 25.958 -9.559 16.338
Si 23.199 -6.843 16.393
Si 25.942 -4.141 16.381
Si 28.664 -1.421 16.244
Si 31.384 1.333 16.176
Si 28.687 4.041 16.274
Si 31.429 -9.536 16.203
Si 28.701 -6.816 16.282
Si 31.416 -4.127 16.206
Si 19.122 -0.008 17.88
Si 21.884 2.65 17.787
Si 19.078 5.392 17.892
Si 21.836 -8.16 17.786
Si 19.072 -5.413 17.906
Si 21.86 -2.828 17.874
Si 24.615 -0.139 17.766
Si 27.34 2.641 17.618
Si 24.585 5.394 17.679
Si 27.392 -8.215 17.644
Si 24.633 -5.57 17.744
Si 27.347 -2.76 17.675
Si 30.07 -0.083 17.539
Si 32.775 2.73 17.446
Si 30.084 5.421 17.584
Si 32.866 -8.195 17.499
Si 30.08 -5.46 17.628
Si 32.854 -2.799 17.496
Si 17.858 1.445 19.255
Si 20.544 4.008 19.159
Si 17.658 -9.586 19.245
Si 20.487 -6.798 19.179
Si 17.694 -4.065 19.314
Si 20.463 -1.434 19.205
Si 23.261 1.228 19.092
Si 25.972 3.998 18.96
Si 23.269 -9.532 19.048
Si 26.075 -6.923 19.069
Si 23.281 -4.291 19.159
Si 25.988 -1.52 19.143
Si 28.703 1.222 18.921
Si 31.495 4.082 18.885
Si 28.78 -9.542 18.995
Si 31.554 -6.826 18.869
Si 28.728 -4.088 19.027
Si 31.496 -1.453 18.82
Si 16.439 0.198 20.612
Si 19.353 2.655 20.69
Si 16.438 5.397 20.83
Si 19.014 -8.093 20.439
Si 16.273 -5.416 20.634
Si 19.08 -2.727 20.668
Si 21.977 -0.158 20.487
Si 24.685 2.563 20.358
Si 21.903 5.455 20.385
Si 24.729 -8.309 20.436
Si 21.924 -5.609 20.62
Si 24.749 -3.039 20.511
Si 27.377 -0.116 20.423
Si 30.157 2.627 20.12
Si 27.373 5.38 20.261
Si 30.273 -8.208 20.264
Si 27.449 -5.54 20.402
Si 30.22 -2.753 20.298
Si 17.963 -1.016 21.931
Si 20.509 0.91 21.968
Si 18.27 4.293 21.992
Si 20.283 -9.623 21.587
Si 17.538 -6.923 21.897
Si 20.793 -3.902 21.809
Si 23.143 -1.841 21.655
Si 26.323 1.53 21.739
Si 23.473 4.141 21.531
Si 25.782 -10.01 21.724
Si 23.547 -6.906 21.865
Si 25.843 -4.705 21.929
Si 29.107 -1.169 21.609
Si 31.314 1.081 21.414
Si 28.557 3.732 21.35
Si 31.854 -9.287 21.643
Si 29.254 -6.539 21.514
Si 31.45 -4.294 21.612
Si 15.16 -3.95 25.006
Si 21.461 0.381 24.908
Si 22.456 -5.893 -5.954
Si 14.861 -2.138 -4.4
Si 19.58 6.597 -3.855
Si 24.02 2.505 -1.73
Si 27.995 -5.316 -2.739
Si 29.881 -7.674 -6.528
Si 27.496 1.746 -6.266
Si 23.946 -1.486 24.549
Si 36.095 -5.905 23.616
Si 29.846 -1.493 24.362
Si 26.716 4.415 -4.774
Si 17.822 1.542 26.31
Si 27.101 6.178 24.537
Si 36.712 -5.818 -6.853
Si 36.603 3.814 25.963
Si 28.845 3.782 -2.84
Si 23.23 2.446 26.1
Si 23.886 3.716 -4.443
Si 30.94 1.898 -3.11
Si 24.161 8.043 -1.873
Si 23.171 -3.571 -4.426
Si 25.538 -4.031 -2.459
Si 24.113 -4.2 26.12
Si 19.35 -0.588 -6.627
Si 20.97 -1.299 -4.009
Si 28.248 -0.938 -5.172
Si 28.757 -3.185 -6.917
Si 35.804 -1.527 -5.041
Si 20.537 -7.645 25.896
Si 27.899 -2.357 -2.396
Si 32.633 -2.386 23.746
Si 34.645 -2.653 -2.312
Si 31.736 -3.446 -2.904
Si 30.073 -5.208 -4.827
Si 26.764 -5.202 24.844
Si 15.805 5.714 -6.884
Si 28.511 -7.598 24.393
Si 22.644 6.239 -3.625
Si 27.045 7.186 -6.009
Si 17.363 5.553 -2.274
Si 11.278 -2.861 -3.711
Si 21.815 0.271 -1.719
Si 31.509 5.347 24.178
Si 24.389 -7.988 -4.779
Si 25.635 0.833 24.801
Si 32.129 6.356 -6.503
Si 14.598 5.478 -2.588
Si 33.05 1.358 25.982
Si 29.044 4.061 24.208
Si 33.465 -1.321 -6.891
Si 32.986 2.739 23.381
Si 22.124 7.428 23.813
Si 33.66 -0.994 0.152
Si 36.435 1.808 0.205
Si 34.179 3.869 -0.005
Si 36.899 6.64 -0.25
Si 33.691 -6.419 0.116
Si 36.514 -4.051 -0.17
Si 39.542 -1.522 -0.262
Si 42.386 1.187 -0.248
Si 39.154 4.449 -0.261
Si 42.296 6.856 -0.119
Si 38.827 -6.278 -0.364
Si 41.777 -3.742 -0.338
Si 44.625 -1.03 -0.359
Si 47.417 1.424 -0.535
Si 44.345 4.437 -0.328
Si 47.278 7.342 -0.352
Si 45.109 -6.794 0.023
Si 47.799 -4.267 -0.15
Si 35.247 0.177 1.386
Si 38.043 3.021 1.312
Si 35.338 5.532 1.179
Si 37.968 -8.02 1.031
Si 35.191 -5.225 1.385
Si 37.899 -2.574 1.074
Si 40.741 0.064 1.029
Si 43.441 2.801 1.089
Si 40.692 5.62 1.086
Si 43.502 -8 1.198
Si 40.609 -5.33 0.943
Si 43.451 -2.64 0.936
Si 46.203 0.08 0.968
Si 48.877 2.625 0.958
Si 46.185 5.517 0.766
Si 48.839 -8.048 1.142
Si 46.34 -5.352 1.319
Si 49.138 -2.648 0.85
Si 33.879 1.481 2.754
Si 36.666 4.291 2.682
Si 33.926 6.867 2.552
Si 36.615 -6.728 2.514
Si 33.899 -3.917 2.787
Si 36.662 -1.244 2.577
Si 39.409 1.457 2.44
Si 42.043 4.158 2.42
Si 39.363 6.989 2.458
Si 42.027 -6.641 2.388
Si 39.3 -3.988 2.411
Si 42.124 -1.298 2.396
Si 44.888 1.458 2.386
Si 47.542 4.133 2.218
Si 44.898 6.819 2.37
Si 47.619 -6.75 2.635
Si 44.815 -3.954 2.385
Si 47.672 -1.313 2.219
Si 32.529 0.066 4.053
Si 35.32 2.851 4.006
Si 32.595 5.523 3.984
Si 35.29 -8.088 3.916
Si 32.547 -5.346 4.067
Si 35.346 -2.583 4.017
Si 38.074 0.109 3.865
Si 40.765 2.784 3.826
Si 38.067 5.641 3.933
Si 40.769 -8.035 3.81
Si 38.027 -5.376 3.843
Si 40.75 -2.661 3.763
Si 43.518 0.07 3.736
Si 46.256 2.81 3.708
Si 43.506 5.48 3.736
Si 46.209 -8.173 3.82
Si 43.457 -5.331 3.742
Si 46.27 -2.623 3.667
Si 34.153 -1.415 16.104
Si 36.885 1.311 16.058
Si 34.146 4.072 16.094
Si 36.875 -9.52 16.066
Si 34.163 -6.819 16.116
Si 36.885 -4.127 16.099
Si 39.622 -1.386 16.082
Si 42.306 1.292 16.08
Si 39.646 4.02 15.993
Si 42.354 -9.543 16.076
Si 39.616 -6.798 16.084
Si 42.321 -4.088 16.089
Si 45.019 -1.408 16.088
Si 47.713 1.332 16.064
Si 45.037 4.04 16.102
Si 47.71 -9.559 16.021
Si 45.062 -6.819 16.036
Si 47.704 -4.114 16.077
Si 35.523 -0.053 17.413
Si 38.337 2.628 17.339
Si 35.537 5.42 17.415
Si 38.235 -8.155 17.411
Si 35.532 -5.488 17.477
Si 38.264 -2.759 17.409
Si 41.002 -0.093 17.499
Si 43.676 2.631 17.431
Si 40.985 5.36 17.364
Si 43.788 -8.214 17.419
Si 40.996 -5.463 17.459
Si 43.662 -2.746 17.497
Si 46.396 -0.075 17.452
Si 49.09 2.72 17.388
Si 46.402 5.422 17.469
Si 49.062 -8.217 17.381
Si 46.346 -5.471 17.481
Si 49.099 -2.734 17.384
Si 34.132 1.324 18.702
Si 36.99 4.017 18.601
Si 34.225 -9.569 18.859
Si 36.872 -6.853 18.837
Si 34.239 -4.122 18.881
Si 36.889 -1.428 18.756
Si 39.613 1.271 18.79
Si 42.33 4.015 18.764
Si 39.606 -9.58 18.651
Si 42.466 -6.825 18.73
Si 39.613 -4.087 18.803
Si 42.324 -1.455 18.96
Si 44.978 1.213 18.815
Si 47.783 4.064 18.815
Si 45.061 -9.578 18.902
Si 47.683 -6.912 18.79
Si 45 -4.083 18.893
Si 47.82 -1.387 18.827
Si 32.853 -0.065 20.105
Si 35.638 2.643 19.87
Si 32.889 5.396 20.273
Si 35.617 -8.257 20.267
Si 32.934 -5.489 20.255
Si 35.601 -2.755 20.22
Si 38.237 -0.098 20.12
Si 40.971 2.634 20.108
Si 38.253 5.384 20.004
Si 41.126 -8.317 19.882
Si 38.226 -5.448 20.12
Si 40.907 -2.794 20.326
Si 43.685 -0.133 20.378
Si 46.354 2.65 20.046
Si 43.681 5.323 20.211
Si 46.388 -8.237 20.34
Si 43.616 -5.442 20.289
Si 46.479 -2.764 20.211
Si 34.421 -1.148 21.462
Si 36.611 1.075 21.292
Si 34.604 4.14 21.261
Si 36.748 -9.951 21.497
Si 34.08 -7.061 21.576
Si 37.185 -3.867 21.569
Si 39.324 -1.574 21.593
Si 42.464 1.536 21.549
Si 39.743 4.208 21.311
Si 41.99 -9.907 21.414
Si 39.824 -6.851 21.03
Si 41.833 -4.538 21.65
Si 45.43 -1.225 21.645
Si 47.49 1.199 21.443
Si 44.8 3.649 21.457
Si 48.192 -9.34 21.479
Si 45.18 -6.571 21.607
Si 47.58 -4.479 21.407
Si 29.887 1.371 25.509
Si 38.209 2.616 23.525
Si 39.751 5.861 -4.421
Si 34.669 3.02 -5.474
Si 36.051 -7.835 -4.657
Si 40.582 2.537 -2.421
Si 44.064 6.812 -4.9
Si 47.252 -7.193 25.693
Si 44.45 -1.307 -6.496
Si 41.541 -4.678 24.732
Si -45.653 -4.582 26.36
Si 46.275 -2.115 24.425
Si 38.491 3.51 -5.351
Si 41.299 2.694 -5.489
Si 47.559 -6.126 -4.639
Si -45.757 -5.804 23.553
Si -42.404 8.052 26.141
Si 48.266 0.864 -3.312
Si 41.837 5.393 -6.588
Si 41.93 7.126 -3.044
Si -48.093 3.417 -3.09
Si 46.568 4.879 -4.885
Si 38.432 -6.135 -3.388
Si 40.187 -7.743 -4.978
Si 40.627 -2.88 -6.283
Si 37.875 -3.728 -4.969
Si 38.25 0.498 -2.068
Si 45.469 0.874 -4.695
Si 44.484 -6.423 -4.669
Si -45.272 -0.003 -5.409
Si 43.291 -4.123 -6.394
Si 43.761 -4.999 -2.258
Si 47.869 -4.544 24.337
Si -47.462 -1.181 -3.475
Si 45.986 -2.886 -2.421
Si -46.795 5.436 -6.941
Si 39.713 -7.16 25.608
Si 31.361 4.65 -4.151
Si 42.857 6.396 24.379
Si 34.864 8.099 -2.025
Si 45.512 2.97 -2.603
Si 34.994 5.971 -5.877
Si 31.225 -0.855 -4.623
Si 36.519 1.218 -4.397
Si 44.783 -7.82 24.342
Si 46.209 2.452 26.348
Si 40.445 0.47 23.776
Si 47.074 6.64 24.22
Si 32.714 5.838 -1.844
Si 45.331 4.411 24.343
Si 41.604 -0.112 -6.799
Si -48.614 -1.109 24.227
Si 48.397 1.737 24.356
Si 38.27 8.098 23.291
Si 51.014 -1.758 -0.462
Si 53.688 0.892 -0.348
Si 50.395 3.915 -0.206
Si 53.4 6.526 -0.33
Si 49.881 -6.565 -0.329
Si 53.044 -4.04 0.012
Si 55.731 -1.325 0.138
Si -39.147 1.124 -0.284
Si 55.67 4.212 -0.088
Si -39.166 6.499 -0.553
Si 55.308 -6.101 -0.575
Si -39.951 -3.43 -0.446
Si -36.881 -1.103 -0.35
Si -33.37 0.926 -0.323
Si -36.933 4.211 -0.358
Si -34.048 6.9 -0.351
Si -36.219 -7.135 -0.469
Si -33.316 -4.487 -0.284
Si 51.908 -0.078 0.921
Si 54.513 2.591 1.091
Si 51.645 5.539 0.945
Si 54.447 -7.986 0.75
Si 51.578 -5.518 1.005
Si 54.376 -2.713 1.372
Si -40.657 0.043 1.183
Si -38.024 2.702 1.029
Si -40.66 5.495 0.981
Si -37.999 -8.159 0.73
Si -40.847 -5.269 0.78
Si -38.103 -2.666 0.902
Si -35.162 -0.076 0.886
Si -32.394 2.593 1.006
Si -35.247 5.329 0.901
Si -32.385 -8.253 0.875
Si -35.123 -5.516 0.844
Si -32.409 -2.958 1.259
Si 50.38 1.286 2.223
Si 53.031 4.06 2.273
Si 50.302 6.866 2.338
Si 53.036 -6.845 2.284
Si 50.319 -4.051 2.367
Si 53.042 -1.292 2.574
Si -42.022 1.39 2.512
Si -39.354 4.1 2.373
Si -42.087 6.946 2.188
Si -39.39 -6.739 2.065
Si -42.058 -4.107 2.451
Si -39.303 -1.368 2.452
Si -36.531 1.329 2.278
Si -33.834 4.007 2.272
Si -36.644 6.773 2.21
Si -33.758 -6.855 2.271
Si -36.618 -4.118 2.131
Si -33.888 -1.476 2.356
Si 49.007 -0.001 3.652
Si 51.682 2.703 3.637
Si 48.938 5.447 3.637
Si 51.708 -8.157 3.705
Si 49.018 -5.357 3.838
Si 51.665 -2.727 3.789
Si -43.43 0.038 3.823
Si -40.687 2.782 3.787
Si -43.463 5.488 3.552
Si -40.705 -8.083 3.562
Si -43.496 -5.493 3.683
Si -40.694 -2.733 3.769
Si -37.897 0.005 3.706
Si -35.205 2.684 3.663
Si -37.955 5.457 3.663
Si -35.223 -8.202 3.584
Si -37.989 -5.464 3.516
Si -35.3 -2.807 3.642
Si 50.431 -1.371 16
Si 53.115 1.31 15.93
Si 50.418 4.058 15.972
Si 53.139 -9.535 15.947
Si 50.419 -6.816 16.038
Si 53.084 -4.099 15.921
Si -42.153 -1.376 15.877
Si -39.423 1.354 15.87
Si -42.061 4.07 15.927
Si -39.39 -9.567 15.886
Si -42.106 -6.829 15.87
Si -39.435 -4.121 15.852
Si -36.718 -1.385 15.885
Si -34.016 1.345 15.964
Si -36.712 4.043 15.931
Si -34.015 -9.526 15.968
Si -36.721 -6.831 15.885
Si -34.024 -4.086 15.917
Si 51.787 -0.01 17.374
Si 54.534 2.635 17.236
Si 51.81 5.401 17.302
Si 54.502 -8.155 17.287
Si 51.81 -5.441 17.383
Si 54.416 -2.722 17.258
Si -40.823 0.022 17.198
Si -38.068 2.659 17.27
Si -40.712 5.442 17.31
Si -38.04 -8.222 17.242
Si -40.747 -5.503 17.228
Si -38.119 -2.738 17.19
Si -35.362 -0.062 17.279
Si -32.703 2.725 17.35
Si -35.384 5.432 17.294
Si -32.684 -8.201 17.391
Si -35.394 -5.453 17.224
Si -32.757 -2.727 17.355
Si 50.465 1.395 18.751
Si 53.234 4.005 18.556
Si 50.484 -9.567 18.695
Si 53.208 -6.809 18.719
Si 50.449 -4.076 18.753
Si 53.144 -1.381 18.74
Si 55.815 1.303 18.697
Si -39.386 4.017 18.652
Si 55.899 -9.435 18.667
Si -39.378 -6.875 18.582
Si 55.773 -4.14 18.518
Si -39.508 -1.363 18.486
Si -36.736 1.248 18.612
Si -34.067 4.096 18.687
Si -36.728 -9.554 18.671
Si -34.097 -6.8 18.634
Si -36.77 -4.09 18.529
Si -34.122 -1.411 18.754
Si 49.147 0.062 20.186
Si 51.982 2.689 20.021
Si 49.25 5.366 20.165
Si 51.842 -8.172 20.038
Si 49.118 -5.526 20.025
Si 51.763 -2.7 20.151
Si 54.555 -0.073 20.152
Si 57.166 2.666 20.037
Si 54.565 5.394 19.859
Si 57.277 -8.105 20.115
Si 54.579 -5.432 20.065
Si 57.103 -2.76 19.804
Si -38.164 -0.124 19.9
Si -35.418 2.66 19.942
Si -38.028 5.372 20.032
Si -35.393 -8.191 20.025
Si -38.027 -5.508 19.879
Si -35.616 -2.748 20.04
Si 50.746 -1.037 21.516
Si 53.042 1.14 21.479
Si 51.009 4.295 21.383
Si 53.106 -9.75 21.192
Si 50.303 -7.008 21.383
Si 53.348 -3.91 21.37
Si 55.656 -1.794 21.359
Si 58.767 1.466 21.26
Si 56.069 4.32 21.277
Si 58.341 -9.828 21.361
Si 56.343 -6.33 21.401
Si 58.505 -4.089 21.051
Si -37.336 -1.767 21.361
Si -33.921 1.459 21.239
Si -36.929 3.745 21.337
Si -33.835 -9.306 21.39
Si -36.584 -6.663 21.319
Si -34.535 -4.321 21.338
Si -48.248 -3.082 26.359
Si -47.197 3.434 24.337
Si -41.508 -3.354 -5.143
Si -44.333 5.625 -3.02
Si -48.518 5.996 -4.668
Si -42.055 -6.097 -3.669
Si -33.441 6.918 -6.559
Si -39.519 -2.273 -3.111
Si -37.705 1.515 -5.027
Si -41.253 -1.808 24.337
Si -29.288 -1.282 26.207
Si -35.878 0.175 23.347
Si -40.013 0.635 -3.022
Si -42.04 3.874 -3.065
Si -28.5 6.118 -4.825
Si -30.116 -5.481 23.422
Si -25.849 6.124 -6.422
Si -33.099 0.192 -3.16
Si -42.871 2.409 23.479
Si -39.111 6.472 -3.632
Si -34.193 4.9 -4.639
Si -31.766 -6.986 -6.227
Si -39.513 -7.192 25.858
Si -35.266 -0.499 -5.007
Si -43.569 -2.388 26.366
Si -42.671 1.413 -4.502
Si -40.594 4.616 -5.379
Si -36.884 4.125 -3.37
Si -39.751 -4.214 25.599
Si -27.471 -3.254 -3.235
Si -34.981 -6.328 25.041
Si -36.609 -2.485 -3.188
Si -34.174 -3.65 24.264
Si -32.42 -2.715 -2.414
Si -35.289 -5.274 -5.551
Si -30.443 6.479 26.382
Si -34.97 7.065 24.185
Si -44.589 6.982 -5.791
Si -38.705 2.722 25.979
Si -44.318 -6.518 -5.586
Si -36.931 -5.598 -3.184
Si -45.857 2.715 -6.765
Si 48.334 -3.093 -4.361
Si -45.569 2.801 -2.059
Si -37.805 7.764 23.591
Si -39.196 -6.951 -4.528
Si -42.843 3.174 -6.752
Si -36.325 3.152 24.187
Si -48.841 8.139 -2.692
Si -36.672 -4.257 25.668
Si -40.309 0.893 24.003
Si -31.962 -1.583 24.507
Si -33.943 2.882 26.111
Si -43.401 -7.913 23.329
Si -31.241 -1.491 -0.074
Si -28.537 1.421 -0.305
Si -30.753 3.665 -0.273
Si -28.24 6.538 0.054
Si -31.097 -6.769 -0.527
Si -27.633 11.699 -0.405
Si -25.184 -1.595 -0.216
Si -22.694 1.482 -0.38
Si -25.865 4.562 -0.081
Si -23.377 7.251 0.186
Si -25.552 9.431 0.214
Si -23.063 12.404 -0.106
Si -19.922 -1.7 0.168
Si -17.678 1.591 -0.038
Si -19.826 3.843 0.188
Si -17.792 6.806 0.47
Si -20.019 9.033 0.106
Si -17.604 -3.833 0.062
Si -29.633 -0.169 1.046
Si -26.919 2.667 0.952
Si -29.757 5.246 1.193
Si -27.033 8.067 1.365
Si -29.52 10.756 0.832
Si -26.812 -2.838 1.002
Si -24.028 -0.006 1.037
Si -21.486 2.652 1.284
Si -24.384 5.544 1.422
Si -21.667 8.173 1.506
Si -24.178 10.902 1.36
Si -21.548 -2.84 1.361
Si -18.831 0.009 1.316
Si -16.236 2.661 1.465
Si -18.929 5.312 1.741
Si -16.192 -8.285 1.625
Si -18.843 -5.52 1.22
Si -16.228 -2.856 1.702
Si -31.066 1.205 2.397
Si -28.306 3.93 2.48
Si -31.145 6.718 2.377
Si -28.419 9.502 2.512
Si -30.879 12.068 2.39
Si -28.241 -1.495 2.37
Si -25.547 1.32 2.354
Si -22.935 4.065 2.574
Si -25.721 6.794 2.812
Si -22.91 9.592 2.822
Si -25.601 12.261 2.606
Si -22.866 -1.35 2.606
Si -20.211 1.308 2.721
Si -17.485 3.995 2.944
Si -20.382 6.741 2.869
Si -17.584 -6.81 2.79
Si -20.205 -4.207 2.692
Si -17.577 -1.327 2.821
Si -32.508 -0.103 3.712
Si -29.741 2.6 3.784
Si -32.531 5.377 3.7
Si -29.809 8.096 3.791
Si -32.401 10.784 3.693
Si -29.654 -2.791 3.765
Si -26.949 -0.05 3.74
Si -24.323 2.678 3.874
Si -27.096 5.332 3.971
Si -24.333 8.187 4.079
Si -27.041 10.872 3.88
Si -24.285 -2.677 3.964
Si -21.586 -0.034 4.061
Si -18.923 2.645 4.177
Si -21.71 5.357 4.132
Si -18.968 -8.17 4.137
Si -21.561 -5.423 4.165
Si -18.95 -2.749 4.092
Si -31.335 -1.346 16.064
Si -28.611 1.409 16.084
Si -31.327 4.091 16.03
Si -28.642 6.794 16.079
Si -31.35 9.503 16.023
Si -28.676 -4.052 16.063
Si -25.92 -1.283 16.143
Si -23.24 1.414 16.219
Si -25.951 4.106 16.219
Si -23.181 6.863 16.27
Si -25.91 9.549 16.136
Si -23.163 -4.001 16.207
Si -20.457 -1.263 16.341
Si -17.762 1.469 16.435
Si -20.469 4.181 16.378
Si -17.741 -9.432 16.417
Si -20.486 -6.727 16.338
Si -17.737 -3.989 16.443
Si -29.958 0.045 17.406
Si -27.339 2.731 17.573
Si -30.001 5.439 17.445
Si -27.325 8.186 17.43
Si -30.06 10.906 17.398
Si -27.349 -2.644 17.393
Si -24.619 0.081 17.578
Si -21.923 2.782 17.59
Si -24.603 5.509 17.557
Si -21.842 8.22 17.69
Si -24.518 10.905 17.473
Si -21.886 -2.6 17.628
Si -19.141 0.105 17.767
Si -16.448 2.858 17.838
Si -19.116 5.57 17.787
Si -16.464 -8.053 17.85
Si -19.179 -5.339 17.727
Si -16.397 -2.592 17.833
Si -31.355 1.383 18.722
Si -28.728 4.102 18.909
Si -31.351 -9.559 18.832
Si -28.727 9.532 18.736
Si -31.439 -4.055 18.745
Si -28.634 -1.283 18.829
Si -26.003 1.38 18.978
Si -23.285 4.135 18.927
Si -25.985 6.901 18.851
Si -23.223 9.616 18.973
Si -25.968 -4.031 18.632
Si -23.288 -1.256 18.966
Si -20.638 1.453 19.015
Si -17.83 4.22 19.225
Si -20.463 6.952 19.15
Si -17.905 -6.676 19.177
Si -20.533 -3.905 19.017
Si -17.756 -1.197 19.184
Si -32.691 -0.043 20.019
Si -30.139 2.738 20.246
Si -32.737 5.359 20.179
Si -30.061 -8.073 20.175
Si -32.87 -5.388 20.049
Si -30.124 -2.624 20.054
Si -27.282 -0.027 20.392
Si -24.713 2.823 20.297
Si -27.366 5.547 20.185
Si -24.707 8.304 20.259
Si -27.348 10.961 19.93
Si -24.731 -2.706 20.081
Si -22.015 0.103 20.418
Si -19.386 2.877 20.41
Si -21.898 5.498 20.272
Si -19.275 8.359 20.711
Si -21.899 11.054 20.34
Si -19.212 -2.554 20.444
Si -31.191 -1.095 21.487
Si -28.98 1.143 21.499
Si -31.823 3.729 21.645
Si -28.74 -9.463 21.525
Si -31.761 -6.943 21.356
Si -28.554 -3.846 21.181
Si -26.237 -1.825 21.632
Si -23.229 1.689 21.681
Si -25.783 4.51 21.55
Si -23.463 6.724 21.408
Si -25.931 9.935 21.447
Si -23.656 -4.224 21.443
Si -20.45 -1.043 21.747
Si -18.319 1.303 21.716
Si -21.013 3.955 21.809
Si -17.56 7.252 21.928
Si -20.35 10.247 21.906
Si -17.934 -4.01 21.76
Si -32.37 -4.452 -4.935
Si -30.123 5.092 23.641
Si -22.113 7.8 -6.381
Si -29.032 3.273 -4.972
Si -24.604 -4.256 -4.239
Si -21.694 0.692 -3.349
Si -20.856 -8.058 -2.759
Si -17.301 -7.474 -6.582
Si -18.026 -0.583 25.908
Si -24.415 -2.732 23.924
Si -11.557 0.22 -6.583
Si -19.088 1.952 24.464
Si -23.896 3.745 -2.067
Si -28.848 2.436 24.329
Si -16.606 6.47 -2.143
Si -13.842 -5.476 24.078
Si -13.856 -6.231 -3.674
Si -16.918 1.835 -4.695
Si -26.468 1.554 -5.05
Si -22.812 5.006 -6.267
Si -21.542 5.591 -1.812
Si -22.925 -6.629 -4.231
Si -25.375 -4.729 26.263
Si -22.065 -4.201 -2.985
Si -25.626 -7.78 25.575
Si -30.841 -4.906 26.074
Si -27.045 0.547 25.63
Si -23.737 2.533 -4.728
Si -19.851 -7.135 26.05
Si -16.293 -3.065 -6.031
Si -20.644 -4.823 24.694
Si -21.77 -1.94 24.562
Si -17.953 -3.27 24.711
Si -15.851 -0.137 -1.741
Si -20.448 -1.743 -2.787
Si -16.459 -5.522 -2.086
Si -28.399 -3.789 -6.091
Si -31.018 2.383 26.238
Si -23.542 6.979 24.264
Si -29.875 7.55 -2.505
Si -19.588 1.277 -5.416
Si -34.179 -0.168 25.736
Si -30.69 0.885 -4.973
Si -26.914 -0.271 -2.487
Si -20.435 4.517 24.909
Si -21.42 0.763 25.603
Si -24.306 1.435 24.611
Si -18.706 7.023 24.752
Si -32.201 5.442 -2.456
Si -14.879 2.012 -6.924
Si -25.349 4.415 24.496
Si -15.104 -0.842 24.97
Si -14.442 3.703 24.593
Si -27.784 -7.425 23.679
Si -14.665 -1.57 0.66
Si -12.433 1.512 0.288
Si -14.715 3.72 0.058
Si -11.978 6.477 0.065
Si -15.029 -6.827 0.266
Si -12.508 -3.622 0.12
Si -9.305 -1.801 -0.137
Si -6.699 1.21 0.478
Si -9.732 4.259 0.079
Si -6.538 6.738 -0.164
Si -9.899 -6.928 0.076
Si -6.971 -3.973 -0.064
Si -4.545 -1.072 0.009
Si -1.537 1.15 0.102
Si -3.677 3.475 -0.061
Si -1.339 6.846 0.562
Si -3.542 -7.209 0.12
Si -1.018 -4.415 0.327
Si -13.423 0.002 1.761
Si -10.808 2.688 1.464
Si -13.595 5.367 1.34
Si -10.997 -8.279 1.543
Si -13.642 -5.319 1.405
Si -10.814 -2.731 1.444
Si -8.292 -0.171 1.393
Si -5.309 2.711 1.529
Si -8.063 5.47 1.238
Si -5.371 8.152 1.293
Si -8.235 -5.562 1.185
Si -5.488 -2.801 1.339
Si -2.809 -0.205 1.451
Si 0.068 2.447 1.337
Si -2.674 5.145 1.389
Si 0.109 8.178 1.745
Si -2.628 -5.557 1.54
Si 0.195 -2.808 1.496
Si -14.911 1.358 2.92
Si -12.215 4.057 2.778
Si -14.824 6.678 2.871
Si -12.323 -6.793 2.766
Si -14.872 -4.159 3.007
Si -12.034 -1.382 2.961
Si -9.511 1.272 2.801
Si -6.753 4.125 2.728
Si -9.441 6.749 2.74
Si -6.803 -6.829 2.631
Si -9.496 -4.204 2.716
Si -6.852 -1.471 2.768
Si -4.052 1.244 2.869
Si -1.283 3.858 2.773
Si -4.074 6.654 2.684
Si -1.34 -6.837 3.028
Si -4.081 -4.129 2.725
Si -1.323 -1.48 2.765
Si -16.25 -0.021 4.24
Si -13.539 2.739 4.218
Si -16.183 5.394 4.265
Si -13.557 -8.186 4.198
Si -16.269 -5.522 4.26
Si -13.487 -2.735 4.248
Si -10.775 0.004 4.306
Si -8.111 2.691 4.077
Si -10.821 5.406 4.122
Si -8.116 -8.176 4.091
Si -10.877 -5.5 4.121
Si -8.17 -2.831 4.141
Si -5.495 -0.085 4.155
Si -2.679 2.608 4.203
Si -5.44 5.433 4.156
Si -2.766 8.026 4.17
Si -5.47 -5.485 4.073
Si -2.717 -2.804 4.142
Si -15.031 -1.267 16.459
Si -12.306 1.421 16.523
Si -15.038 4.184 16.489
Si -12.339 -9.428 16.484
Si -15.054 -6.706 16.511
Si -12.319 -4.029 16.461
Si -9.628 -1.295 16.514
Si -6.877 1.415 16.503
Si -9.572 4.114 16.487
Si -6.863 6.822 16.49
Si -9.612 -6.725 16.491
Si -6.924 -4.023 16.471
Si -4.187 -1.32 16.467
Si -1.47 1.4 16.449
Si -4.194 4.129 16.504
Si -1.478 6.817 16.446
Si -4.193 9.497 16.393
Si -1.459 -4.057 16.434
Si -13.71 0.085 17.876
Si -10.91 2.772 17.879
Si -13.692 5.559 17.871
Si -11.033 -8.02 17.847
Si -13.682 -5.326 17.872
Si -10.992 -2.69 17.851
Si -8.271 0.097 17.863
Si -5.543 2.785 17.891
Si -8.238 5.488 17.85
Si -5.471 8.157 17.843
Si -8.258 -5.373 17.865
Si -5.587 -2.642 17.821
Si -2.812 0.037 17.805
Si -0.138 2.781 17.804
Si -2.841 5.512 17.853
Si -0.126 -8.131 17.778
Si -2.859 -5.449 17.703
Si -0.071 -2.677 17.758
Si -15.076 1.523 19.199
Si -12.255 4.197 19.168
Si -15.074 -9.376 19.236
Si -12.38 -6.677 19.3
Si -15.004 -3.903 19.221
Si -12.348 -1.32 19.215
Si -9.55 1.458 19.321
Si -6.888 4.174 19.285
Si -9.638 6.918 19.098
Si -6.819 9.562 19.126
Si -9.662 -4.043 19.255
Si -6.963 -1.282 19.214
Si -4.146 1.388 19.191
Si -1.494 4.165 19.198
Si -4.119 6.866 19.323
Si -1.551 -6.778 19.103
Si -4.189 -4.071 19.038
Si -1.381 -1.292 19.107
Si -16.475 0.247 20.617
Si -13.606 2.843 20.501
Si -16.452 5.592 20.617
Si -13.789 -7.963 20.685
Si -16.485 -5.239 20.404
Si -13.729 -2.545 20.726
Si -10.906 -0.03 20.545
Si -8.251 2.882 20.753
Si -10.961 5.636 20.526
Si -8.242 8.233 20.407
Si -11.042 -5.344 20.721
Si -8.3 -2.655 20.595
Si -5.582 0.076 20.531
Si -2.805 2.761 20.573
Si -5.49 5.507 20.679
Si -2.758 -8.039 20.688
Si -5.47 -5.39 20.482
Si -2.734 -2.763 20.286
Si -14.833 -0.786 21.954
Si -12.406 1.232 21.755
Si -14.747 4.433 21.784
Si -12.554 6.744 21.885
Si -15.47 -6.709 21.868
Si -12.164 -3.71 22.098
Si -9.84 -1.563 22.028
Si -6.578 1.706 21.956
Si -9.386 4.649 21.955
Si -7.099 6.788 21.827
Si -9.326 9.751 21.803
Si -7.111 -4.314 21.729
Si -4.06 -1.381 21.523
Si -1.106 1.743 21.837
Si -4.31 3.892 21.976
Si -1.01 7.205 21.902
Si -3.929 -6.382 21.953
Si -1.694 -4.191 21.849
Si -14.997 -5.628 -6.426
Si -10.279 4.471 24.981
Si -9.552 -6.443 -3.885
Si -13.528 -1.887 -6.553
Si -13.79 7.806 -1.834
Si -7.931 2.944 -1.891
Si -2.822 -7.692 -2.727
Si -6.08 -5.296 -5.54
Si -3.948 -3.976 26.184
Si -7.717 -0.364 24.018
Si -0.568 -7.694 -6.224
Si -5.643 -2.774 23.789
Si -4.368 -1.011 -5.804
Si -12.348 2.368 -4.979
Si -0.995 1.964 -4.092
Si -2.994 5.933 23.873
Si 2.817 5.307 23.927
Si -5.398 4.763 -2.042
Si -12.745 5.174 -4.587
Si -8.43 7.875 -2.261
Si -4.29 6.44 -4.34
Si -0.23 6.9 -2.239
Si -11.359 -5.208 -2.041
Si -1.557 -5.666 -4.367
Si -10.747 -2.47 -5.845
Si -8.829 -4.847 -6.475
Si -5.413 -4.077 -2.774
Si -5.409 -1.171 -2.959
Si -5.225 8.032 23.887
Si 2.76 -2.479 -5.394
Si -6.082 8.036 -6.403
Si -1.214 -0.5 -2.627
Si -0.513 -2.184 24.033
Si 1.754 -0.949 -2.812
Si -2.239 -3.504 -2.416
Si -1.496 -5.501 26.208
Si -12.27 -8.07 24.554
Si -13 5.866 25.934
Si -8.792 6.813 -6.936
Si -18.06 -7.525 -3.636
Si -1.854 3.138 -6.622
Si -11.681 1.996 24.576
Si -17.476 -1.194 -3.806
Si -12.819 0.591 -2.542
Si -10.39 7.115 -4.196
Si -7.874 0.607 -3.762
Si -6.777 0.44 -6.678
Si -2.276 6.01 -6.502
Si -15.402 4.146 -3.068
Si 2.093 7.085 -6.921
Si -10.42 -1.207 -3.126
Si 4.96 3.153 23.952
Si -4.02 1.087 25.987
Si -9.509 -7.254 24.872
Si 1.296 -1.372 5.666
Si 4.041 1.358 5.687
Si 1.326 3.988 5.598
Si 4.06 6.738 5.759
Si 1.321 9.462 5.683
Si 4.034 12.215 5.746
Si 6.777 -1.346 5.747
Si 9.477 1.337 5.739
Si 6.727 4.081 5.692
Si 9.443 6.798 5.715
Si 6.77 9.49 5.785
Si 9.52 -4.101 5.736
Si 12.171 -1.367 5.703
Si 14.872 1.372 5.713
Si 12.179 4.121 5.729
Si 14.865 6.801 5.644
Si 12.166 -6.794 5.673
Si 14.875 -4.092 5.672
Si 17.569 -1.327 5.699
Si 20.28 1.39 5.628
Si 17.582 4.113 5.647
Si 20.292 6.82 5.625
Si 17.565 -6.785 5.669
Si 20.26 -4.044 5.699
Si 22.988 -1.291 5.618
Si 25.752 1.423 5.529
Si 23.012 4.114 5.604
Si 25.748 6.844 5.607
Si 23.02 -6.774 5.627
Si 25.769 -4.038 5.55
Si 28.471 -1.303 5.469
Si 31.22 1.425 5.444
Si 28.485 4.154 5.476
Si 31.251 6.867 5.394
Si 28.488 -6.721 5.497
Si 31.193 -3.998 5.421
Si 33.957 -1.267 5.372
Si 36.718 1.443 5.272
Si 33.957 4.177 5.367
Si 36.685 6.925 5.306
Si 33.959 -6.741 5.331
Si 36.714 -4.023 5.271
Si 39.443 -1.294 5.18
Si 42.171 1.416 5.139
Si 39.429 4.17 5.197
Si 42.166 6.869 5.111
Si 39.423 -6.708 5.206
Si 42.134 -3.998 5.144
Si 44.919 -1.283 5.072
Si 47.65 1.403 5.014
Si 44.881 4.122 5.101
Si 47.625 6.786 5.095
Si 44.83 -6.75 5.093
Si 47.585 -4.002 5.097
Si 50.302 -1.348 5.098
Si -44.856 1.411 5.072
Si 50.318 4.073 4.997
Si -44.825 6.78 5.003
Si 50.392 -6.776 5.102
Si -44.833 -4.104 5.061
Si -42.077 -1.376 5.109
Si -39.303 1.361 5.053
Si -42.117 4.163 5.017
Si -39.36 6.842 4.957
Si -42.091 -6.825 5.011
Si -39.307 -4.137 5.012
Si -36.597 -1.415 5.048
Si -33.864 1.31 5.042
Si -36.594 4.064 5.007
Si -33.909 6.758 5.025
Si -36.617 -6.821 4.92
Si -33.856 12.177 4.978
Si -31.12 -1.443 5.068
Si -28.377 1.264 5.14
Si -31.146 4.021 5.073
Si -28.48 6.754 5.215
Si -31.162 9.444 5.155
Si -28.391 12.219 5.234
Si -25.687 -1.341 5.268
Si -23.001 1.354 5.33
Si -25.698 4.002 5.288
Si -23.04 6.775 5.439
Si -25.741 9.544 5.334
Si -22.985 -4.035 5.396
Si -20.301 -1.399 5.466
Si -17.606 1.326 5.584
Si -20.308 4.039 5.473
Si -17.603 6.795 5.512
Si -20.285 -6.819 5.525
Si -17.612 -4.076 5.521
Si -14.876 -1.371 5.572
Si -12.201 1.362 5.581
Si -14.856 4.065 5.629
Si -12.151 6.789 5.518
Si -14.919 -6.873 5.594
Si -12.164 -4.13 5.566
Si -9.445 -1.425 5.575
Si -6.804 1.333 5.506
Si -9.488 4.031 5.484
Si -6.799 6.793 5.512
Si -9.494 -6.837 5.483
Si -6.798 -4.149 5.508
Si -4.097 -1.425 5.5
Si -1.354 1.277 5.586
Si -4.081 4.029 5.499
Si -1.404 6.7 5.559
Si -4.137 -6.867 5.482
Si -1.447 -4.098 5.653
Si 2.667 -0.013 7.02
Si 5.375 2.727 7.059
Si 2.655 5.357 7.018
Si 5.409 8.113 7.107
Si 2.659 10.837 7.057
Si 5.409 -2.733 7.071
Si 8.129 -0.004 7.111
Si 10.837 2.722 7.07
Si 8.1 5.423 7.067
Si 10.825 -8.158 7.053
Si 8.135 -5.441 7.094
Si 10.861 -2.734 7.094
Si 13.529 -0.002 7.065
Si 16.251 2.744 7.037
Si 13.549 5.466 7.069
Si 16.222 -8.158 7.024
Si 13.529 -5.445 7.05
Si 16.227 -2.72 7.04
Si 18.957 0.027 7.025
Si 21.666 2.744 6.97
Si 18.958 5.456 7.007
Si 21.673 -8.151 6.983
Si 18.927 -5.432 7.041
Si 21.666 -2.679 6.996
Si 24.405 0.058 6.92
Si 27.145 2.775 6.858
Si 24.393 5.466 6.948
Si 27.157 -8.103 6.881
Si 24.414 -5.402 6.929
Si 27.145 -2.67 6.868
Si 29.87 0.047 6.8
Si 32.628 2.786 6.742
Si 29.895 5.506 6.783
Si 32.636 -8.106 6.731
Si 29.875 -5.367 6.816
Si 32.616 -2.657 6.732
Si 35.37 0.085 6.668
Si 38.107 2.796 6.597
Si 35.367 5.522 6.679
Si 38.097 -8.064 6.616
Si 35.363 -5.385 6.651
Si 38.112 -2.661 6.584
Si 40.837 0.047 6.526
Si 43.553 2.758 6.49
Si 40.839 5.503 6.522
Si 43.524 -8.114 6.494
Si 40.821 -5.373 6.543
Si 43.564 -2.659 6.457
Si 46.289 0.062 6.425
Si 48.997 2.732 6.413
Si 46.265 5.45 6.469
Si 49.002 -8.153 6.427
Si 46.24 -5.406 6.436
Si 48.955 -2.683 6.475
Si -46.211 0.017 6.416
Si -43.474 2.781 6.389
Si -46.21 5.43 6.359
Si -43.453 -8.187 6.373
Si -46.172 -5.439 6.46
Si -43.469 -2.741 6.42
Si -40.695 0.005 6.407
Si -37.957 2.722 6.397
Si -40.723 5.492 6.358
Si -37.986 -8.149 6.331
Si -40.723 -5.462 6.366
Si -37.983 -2.76 6.392
Si -35.239 -0.043 6.4
Si -32.526 2.676 6.425
Si -35.262 5.413 6.397
Si -32.568 8.096 6.452
Si -35.259 10.84 6.335
Si -32.531 -2.78 6.402
Si -29.793 -0.069 6.473
Si -27.098 2.644 6.585
Si -29.859 5.388 6.52
Si -27.13 8.132 6.602
Si -29.813 10.84 6.516
Si -27.068 -2.721 6.605
Si -24.378 0.007 6.683
Si -21.694 2.689 6.781
Si -24.422 5.395 6.718
Si -21.685 -8.187 6.812
Si -24.384 -5.419 6.703
Si -21.682 -2.709 6.823
Si -18.982 -0.04 6.877
Si -16.263 2.712 6.932
Si -18.978 5.428 6.842
Si -16.285 -8.195 6.94
Si -18.966 -5.43 6.883
Si -16.26 -2.729 6.899
Si -13.56 0.008 6.939
Si -10.841 2.726 6.915
Si -13.514 5.463 6.931
Si -10.835 -8.17 6.896
Si -13.557 -5.469 6.912
Si -10.846 -2.742 6.933
Si -8.132 -0.017 6.917
Si -5.454 2.693 6.879
Si -8.166 5.42 6.863
Si -5.48 -8.174 6.905
Si -8.173 -5.472 6.883
Si -5.459 -2.768 6.882
Si -2.767 -0.061 6.909
Si -0.038 2.658 6.969
Si -2.774 5.38 6.925
Si -0.078 8.088 6.965
Si -2.817 -5.504 6.924
Si -0.076 -2.736 7.003
Si 1.307 1.34 8.37
Si 4.015 4.059 8.422
Si 1.292 6.753 8.341
Si 4.033 9.496 8.414
Si 1.281 -4.101 8.362
Si 4.022 -1.371 8.387
Si 6.75 1.371 8.419
Si 9.474 4.075 8.424
Si 6.765 6.768 8.455
Si 9.49 -6.806 8.441
Si 6.769 -4.082 8.432
Si 9.494 -1.373 8.445
Si 12.191 1.363 8.432
Si 14.906 4.094 8.416
Si 12.19 6.818 8.426
Si 14.89 -6.801 8.411
Si 12.214 -4.085 8.449
Si 14.895 -1.359 8.421
Si 17.613 1.383 8.396
Si 20.326 4.094 8.356
Si 17.607 6.813 8.377
Si 20.327 -6.791 8.358
Si 17.589 -4.071 8.408
Si 20.32 -1.338 8.374
Si 23.052 1.389 8.308
Si 25.792 4.103 8.256
Si 23.045 6.809 8.326
Si 25.79 -6.774 8.258
Si 23.059 -4.055 8.306
Si 25.782 -1.328 8.24
Si 28.521 1.393 8.18
Si 31.267 4.124 8.114
Si 28.546 6.838 8.182
Si 31.276 -6.757 8.105
Si 28.526 -4.035 8.199
Si 31.268 -1.317 8.119
Si 34.021 1.418 8.058
Si 36.755 4.131 7.987
Si 34.017 6.851 8.065
Si 36.748 -6.736 7.999
Si 34.011 -4.038 8.035
Si 36.755 -1.315 7.968
Si 39.493 1.406 7.912
Si 42.21 4.123 7.866
Si 39.487 6.85 7.914
Si 42.191 -6.76 7.88
Si 39.485 -4.028 7.929
Si 42.223 -1.321 7.862
Si 44.937 1.392 7.826
Si 47.645 4.08 7.803
Si 44.919 6.832 7.829
Si 47.631 -6.781 7.779
Si 44.909 -4.046 7.824
Si 47.616 -1.313 7.821
Si -47.564 1.373 7.785
Si -44.849 4.1 7.759
Si -47.547 6.793 7.762
Si -44.804 -6.829 7.765
Si -47.568 -4.07 7.787
Si -44.842 -1.362 7.759
Si -42.101 1.38 7.721
Si -39.368 4.089 7.709
Si -42.094 6.801 7.752
Si -39.36 -6.818 7.722
Si -42.089 -4.108 7.746
Si -39.354 -1.389 7.747
Si -36.617 1.33 7.748
Si -33.907 4.048 7.767
Si -36.651 6.789 7.717
Si -33.939 9.489 7.761
Si -36.613 -4.121 7.73
Si -33.889 -1.4 7.765
Si -31.176 1.32 7.805
Si -28.485 4.045 7.893
Si -31.221 6.762 7.854
Si -28.491 9.505 7.934
Si -31.204 -4.111 7.829
Si -28.478 -1.381 7.919
Si -25.766 1.347 8.019
Si -23.059 4.072 8.106
Si -25.796 6.791 8.011
Si -23.065 -6.79 8.103
Si -25.756 -4.062 8.03
Si -23.063 -1.33 8.116
Si -20.354 1.354 8.184
Si -17.638 4.092 8.245
Si -20.34 6.794 8.19
Si -17.63 -6.787 8.258
Si -20.349 -4.069 8.204
Si -17.625 -1.367 8.252
Si -14.923 1.362 8.3
Si -12.193 4.086 8.292
Si -14.911 6.792 8.289
Si -12.207 -6.819 8.274
Si -14.916 -4.088 8.262
Si -12.212 -1.364 8.284
Si -9.512 1.345 8.274
Si -6.822 4.063 8.244
Si -9.509 6.779 8.263
Si -6.841 -6.819 8.274
Si -9.507 -4.105 8.283
Si -6.794 -1.387 8.271
Si -4.12 1.328 8.261
Si -1.416 4.035 8.299
Si -4.132 6.774 8.267
Si -1.441 -6.841 8.297
Si -4.146 -4.117 8.29
Si -1.438 -1.375 8.338
Si -0.079 -0.014 9.7
Si 2.65 2.694 9.747
Si -0.081 5.404 9.682
Si 2.648 8.119 9.719
Si -0.095 -5.469 9.682
Si 2.649 -2.739 9.718
Si 5.387 -0.012 9.745
Si 8.118 2.716 9.786
Si 5.383 5.416 9.783
Si 8.127 -8.17 9.791
Si 5.395 -5.454 9.761
Si 8.131 -2.73 9.79
Si 10.846 -0.001 9.799
Si 13.561 2.723 9.781
Si 10.841 5.439 9.777
Si 13.553 -8.154 9.793
Si 10.851 -5.447 9.8
Si 13.563 -2.718 9.807
Si 16.27 0.006 9.764
Si 18.988 2.734 9.742
Si 16.274 5.452 9.766
Si 18.981 -8.153 9.734
Si 16.251 -5.437 9.777
Si 18.977 -2.712 9.743
Si 21.712 0.02 9.693
Si 24.444 2.738 9.635
Si 21.706 5.444 9.702
Si 24.446 -8.147 9.635
Si 21.716 -5.428 9.683
Si 24.448 -2.698 9.627
Si 27.181 0.024 9.561
Si 29.924 2.751 9.491
Si 27.191 5.469 9.559
Si 29.938 -8.124 9.492
Si 27.184 -5.413 9.57
Si 29.93 -2.684 9.505
Si 32.674 0.039 9.428
Si 35.42 2.763 9.374
Si 32.671 5.474 9.43
Si 35.42 -8.119 9.376
Si 32.675 -5.404 9.422
Si 35.413 -2.682 9.352
Si 38.154 0.034 9.296
Si 40.881 2.751 9.255
Si 38.159 5.478 9.306
Si 40.87 -8.131 9.267
Si 38.15 -5.394 9.317
Si 40.89 -2.69 9.253
Si 43.603 0.023 9.213
Si 46.309 2.728 9.192
Si 43.591 5.465 9.22
Si 46.302 -8.142 9.178
Si 43.588 -5.418 9.218
Si 46.285 -2.7 9.185
Si -48.914 0.018 9.167
Si -46.194 2.733 9.133
Si -48.899 5.442 9.149
Si -46.182 -8.174 9.125
Si -48.918 -5.436 9.151
Si -46.2 -2.715 9.136
Si -43.466 0.011 9.09
Si -40.735 2.727 9.079
Si -43.47 5.447 9.109
Si -40.73 -8.16 9.098
Si -43.456 -5.46 9.115
Si -40.74 -2.734 9.098
Si -38.001 -0.02 9.099
Si -35.278 2.694 9.119
Si -38.015 5.434 9.083
Si -35.307 8.133 9.112
Si -38.006 -5.459 9.088
Si -35.282 -2.748 9.108
Si -32.559 -0.03 9.153
Si -29.867 2.687 9.222
Si -32.59 5.4 9.181
Si -29.879 8.133 9.241
Si -32.59 -5.473 9.154
Si -29.868 -2.75 9.231
Si -27.154 -0.021 9.326
Si -24.444 2.714 9.42
Si -27.174 5.417 9.314
Si -24.453 -8.165 9.407
Si -27.151 -5.449 9.325
Si -24.436 -2.707 9.433
Si -21.728 0.012 9.52
Si -19.02 2.729 9.57
Si -21.729 5.436 9.502
Si -19.014 -8.15 9.574
Si -21.733 -5.439 9.51
Si -19.009 -2.71 9.586
Si -16.304 0.011 9.633
Si -13.581 2.745 9.65
Si -16.296 5.449 9.629
Si -13.582 -8.146 9.651
Si -16.288 -5.423 9.624
Si -13.594 -2.705 9.637
Si -10.885 0.016 9.65
Si -8.184 2.727 9.638
Si -10.872 5.456 9.659
Si -8.197 -8.164 9.646
Si -10.888 -5.438 9.647
Si -8.18 -2.717 9.643
Si -5.477 -0.01 9.649
Si -2.786 2.689 9.649
Si -5.501 5.432 9.633
Si -2.805 8.137 9.657
Si -5.518 -5.446 9.654
Si -2.805 -2.743 9.669
Si 1.28 -1.372 11.055
Si 4.022 1.341 11.091
Si 1.273 4.068 11.066
Si 4.012 6.787 11.108
Si 1.281 9.504 11.04
Si 4.021 -4.081 11.083
Si 6.761 -1.356 11.11
Si 9.486 1.362 11.15
Si 6.758 4.071 11.139
Si 9.494 -9.522 11.144
Si 6.755 -6.804 11.128
Si 9.49 -4.085 11.151
Si 12.206 -1.355 11.165
Si 14.922 1.362 11.14
Si 12.206 4.082 11.141
Si 14.924 -9.515 11.143
Si 12.215 -6.793 11.167
Si 14.921 -4.076 11.167
Si 17.635 -1.356 11.123
Si 20.361 1.364 11.079
Si 17.639 4.087 11.118
Si 20.356 -9.52 11.076
Si 17.635 -6.796 11.116
Si 20.363 -4.083 11.069
Si 23.092 -1.36 11.011
Si 25.827 1.357 10.949
Si 23.093 4.074 11.026
Si 25.836 -9.519 10.954
Si 23.095 -6.8 11.015
Si 25.83 -4.074 10.95
Si 28.569 -1.348 10.882
Si 31.315 1.377 10.808
Si 28.572 4.092 10.876
Si 31.318 -9.503 10.807
Si 28.577 -6.792 10.875
Si 31.321 -4.065 10.808
Si 34.063 -1.342 10.74
Si 36.804 1.376 10.686
Si 34.06 4.101 10.748
Si 36.81 -9.498 10.691
Si 34.063 -6.775 10.743
Si 36.796 -4.05 10.686
Si 39.539 -1.341 10.625
Si 42.261 1.378 10.593
Si 39.539 4.102 10.641
Si 42.25 -9.504 10.608
Si 39.53 -6.777 10.644
Si 42.252 -4.066 10.605
Si 44.957 -1.349 10.58
Si 47.664 1.361 10.556
Si 44.967 4.091 10.563
Si 47.673 -9.516 10.528
Si 44.961 -6.791 10.569
Si 47.657 -4.074 10.531
Si -47.557 -1.364 10.511
Si -44.83 1.356 10.472
Si -47.543 4.082 10.519
Si -44.827 -9.53 10.492
Si -47.542 -6.808 10.491
Si -44.835 -4.098 10.468
Si -42.111 -1.364 10.445
Si -39.384 1.346 10.436
Si -42.108 4.068 10.449
Si -39.381 -9.537 10.447
Si -42.101 -6.819 10.471
Si -39.381 -4.101 10.447
Si -36.653 -1.384 10.464
Si -33.936 1.337 10.498
Si -36.66 4.064 10.449
Si -33.963 6.779 10.501
Si -36.672 9.493 10.463
Si -33.952 -4.101 10.497
Si -31.235 -1.374 10.562
Si -28.534 1.356 10.634
Si -31.24 4.055 10.564
Si -28.54 6.794 10.644
Si -31.252 9.508 10.561
Si -28.533 -4.082 10.645
Si -25.823 -1.345 10.747
Si -23.103 1.39 10.83
Si -25.823 4.096 10.723
Si -23.107 -9.5 10.811
Si -25.823 -6.793 10.736
Si -23.1 -4.057 10.829
Si -20.38 -1.328 10.908
Si -17.673 1.391 10.966
Si -20.389 4.104 10.904
Si -17.667 -9.49 10.959
Si -20.385 -6.775 10.902
Si -17.659 -4.052 10.964
Si -14.955 -1.337 11.002
Si -12.245 1.383 11.021
Si -14.953 4.103 11.008
Si -12.245 -9.508 11.023
Si -14.951 -6.775 11
Si -12.253 -4.065 11.005
Si -9.545 -1.349 11.008
Si -6.848 1.359 11.004
Si -9.541 4.087 11.023
Si -6.856 -9.524 11.011
Si -9.559 -6.8 11.02
Si -6.858 -4.074 11.028
Si -4.147 -1.364 11.036
Si -1.441 1.354 11.043
Si -4.152 4.066 10.993
Si -1.446 6.782 11.017
Si -4.169 9.51 11.01
Si -1.449 -4.092 11.034
Si 2.642 -0.017 12.416
Si 5.386 2.69 12.454
Si 2.632 5.419 12.431
Si 5.382 8.151 12.463
Si 2.644 10.868 12.404
Si 5.388 -2.72 12.438
Si 8.123 -0.013 12.486
Si 10.857 2.719 12.511
Si 8.133 5.435 12.491
Si 10.854 -8.163 12.507
Si 8.115 -5.443 12.49
Si 10.848 -2.724 12.516
Si 13.573 0.008 12.52
Si 16.294 2.719 12.491
Si 13.573 5.434 12.504
Si 16.287 -8.149 12.499
Si 13.569 -5.433 12.54
Si 16.294 -2.711 12.515
Si 19.017 0.001 12.463
Si 21.749 2.712 12.414
Si 19.012 5.444 12.463
Si 21.752 -8.164 12.4
Si 19.019 -5.441 12.458
Si 21.75 -2.724 12.396
Si 24.49 -0.015 12.332
Si 27.227 2.72 12.252
Si 24.494 5.429 12.34
Si 27.239 -8.158 12.263
Si 24.491 -5.443 12.333
Si 27.231 -2.723 12.263
Si 29.972 0.007 12.189
Si 32.718 2.727 12.122
Si 29.973 5.451 12.185
Si 32.719 -8.145 12.111
Si 29.977 -5.437 12.184
Si 32.721 -2.71 12.121
Si 35.465 0.002 12.066
Si 38.198 2.727 12.011
Si 35.461 5.454 12.062
Si 38.206 -8.153 12.022
Si 35.462 -5.425 12.06
Si 38.204 -2.711 12.006
Si 40.93 -0.004 11.967
Si 43.647 2.715 11.949
Si 40.928 5.44 11.996
Si 43.63 -8.158 11.961
Si 40.92 -5.436 11.988
Si 43.631 -2.724 11.959
Si 46.333 -0.008 11.945
Si 49.035 2.718 11.9
Si 46.338 5.44 11.918
Si 49.048 -8.165 11.885
Si 46.335 -5.442 11.927
Si 49.018 -2.723 11.897
Si -46.191 -0.001 11.848
Si -43.467 2.716 11.823
Si -46.174 5.436 11.877
Si -43.467 -8.17 11.842
Si -46.19 -5.447 11.857
Si -43.475 -2.729 11.805
Si -40.753 -0.004 11.805
Si -38.027 2.703 11.797
Si -40.749 5.429 11.801
Si -38.031 -8.188 11.819
Si -40.747 -5.454 11.815
Si -38.038 -2.736 11.811
Si -35.313 -0.018 11.84
Si -32.613 2.695 11.902
Si -35.324 5.412 11.844
Si -32.626 8.14 11.887
Si -35.329 10.857 11.831
Si -32.621 -2.739 11.885
Si -29.911 -0.007 11.961
Si -27.211 2.727 12.025
Si -29.919 5.428 11.961
Si -27.204 8.151 12.051
Si -29.914 10.866 11.96
Si -27.215 -2.713 12.053
Si -24.485 0.021 12.136
Si -21.778 2.754 12.232
Si -24.489 5.452 12.128
Si -21.773 -8.138 12.212
Si -24.495 -5.423 12.135
Si -21.758 -2.699 12.221
Si -19.056 0.044 12.306
Si -16.336 2.759 12.353
Si -19.051 5.475 12.29
Si -16.338 -8.118 12.344
Si -19.039 -5.411 12.288
Si -16.338 -2.676 12.352
Si -13.631 0.046 12.38
Si -10.919 2.756 12.4
Si -13.624 5.478 12.389
Si -10.923 -8.136 12.402
Si -13.627 -5.398 12.376
Si -10.928 -2.681 12.372
Si -8.22 0.026 12.382
Si -5.514 2.731 12.37
Si -8.218 5.464 12.396
Si -5.53 -8.151 12.383
Si -8.234 -5.416 12.386
Si -5.525 -2.7 12.399
Si -2.803 0.007 12.405
Si -0.095 2.716 12.412
Si -2.814 5.43 12.364
Si -0.094 8.15 12.375
Si -2.835 -5.435 12.375
Si -0.096 -2.721 12.397
Si 1.272 1.347 13.751
Si 3.99 4.037 13.773
Si 1.261 6.806 13.748
Si 4.008 9.531 13.785
Si 1.279 -4.078 13.736
Si 4.023 -1.352 13.769
Si 6.757 1.35 13.823
Si 9.503 4.088 13.863
Si 6.76 6.801 13.821
Si 9.49 -6.791 13.845
Si 6.746 -4.06 13.817
Si 9.478 -1.368 13.863
Si 12.218 1.367 13.889
Si 14.938 4.071 13.865
Si 12.219 -9.522 13.864
Si 14.942 -6.795 13.892
Si 12.209 -4.063 13.897
Si 14.937 -1.345 13.887
Si 17.66 1.353 13.846
Si 20.387 4.064 13.79
Si 17.661 -9.515 13.841
Si 20.4 -6.816 13.788
Si 17.676 -4.082 13.848
Si 20.402 -1.376 13.786
Si 23.139 1.322 13.721
Si 25.885 4.049 13.655
Si 23.137 -9.546 13.719
Si 25.888 -6.814 13.647
Si 23.136 -4.101 13.717
Si 25.869 -1.398 13.652
Si 28.609 1.344 13.566
Si 31.361 4.074 13.492
Si 28.631 -9.529 13.58
Si 31.366 -6.812 13.494
Si 28.625 -4.102 13.57
Si 31.361 -1.371 13.5
Si 34.104 1.348 13.437
Si 36.847 4.078 13.382
Si 34.105 -9.513 13.426
Si 36.855 -6.794 13.378
Si 34.102 -4.092 13.437
Si 36.854 -1.378 13.385
Si 39.576 1.341 13.33
Si 42.317 4.065 13.331
Si 39.585 -9.519 13.369
Si 42.289 -6.801 13.344
Si 39.578 -4.075 13.355
Si 42.295 -1.367 13.334
Si 44.996 1.35 13.33
Si 47.689 4.065 13.281
Si 45.001 -9.531 13.31
Si 47.716 -6.806 13.275
Si 44.993 -4.095 13.317
Si 47.688 -1.379 13.309
Si 50.389 1.343 13.249
Si -44.811 4.06 13.22
Si 50.399 -9.525 13.258
Si -44.831 -6.814 13.211
Si 50.372 -4.099 13.246
Si -44.839 -1.387 13.178
Si -42.112 1.353 13.176
Si -39.386 4.065 13.146
Si -42.108 -9.551 13.179
Si -39.404 -6.835 13.163
Si -42.123 -4.093 13.161
Si -39.407 -1.377 13.165
Si -36.689 1.345 13.179
Si -33.986 4.061 13.236
Si -36.684 -9.549 13.193
Si -33.993 9.506 13.218
Si -36.697 -4.105 13.172
Si -33.977 -1.367 13.229
Si -31.276 1.356 13.301
Si -28.582 4.089 13.357
Si -31.294 6.796 13.287
Si -28.583 9.524 13.369
Si -31.293 -4.087 13.28
Si -28.591 -1.341 13.378
Si -25.873 1.405 13.428
Si -23.155 4.13 13.554
Si -25.866 6.808 13.458
Si -23.148 -6.761 13.528
Si -25.875 -4.048 13.453
Si -23.139 -1.319 13.529
Si -20.431 1.427 13.632
Si -17.708 4.138 13.688
Si -20.426 -9.468 13.616
Si -17.703 -6.745 13.695
Si -20.4 -4.028 13.614
Si -17.705 -1.295 13.695
Si -14.99 1.421 13.746
Si -12.284 4.123 13.772
Si -14.998 -9.462 13.728
Si -12.295 -6.761 13.752
Si -14.998 -4.03 13.731
Si -12.289 -1.318 13.744
Si -9.58 1.384 13.761
Si -6.867 4.093 13.741
Si -9.577 -9.494 13.776
Si -6.898 -6.785 13.748
Si -9.588 -4.033 13.743
Si -6.881 -1.324 13.76
Si -4.169 1.388 13.75
Si -1.465 4.09 13.747
Si -4.176 6.79 13.718
Si -1.47 9.52 13.705
Si -4.183 -4.072 13.753
Si -1.446 -1.35 13.764
Si -0.085 0.017 15.122
Si 2.633 2.668 15.133
Si -0.107 5.453 15.095
Si 2.614 8.173 15.101
Si -0.13 -5.419 15.048
Si 2.653 -2.719 15.084
Si 5.373 -0.006 15.154
Si 8.127 2.706 15.177
Si 5.366 5.397 15.093
Si 8.134 8.163 15.187
Si 5.37 10.901 15.146
Si 8.093 -2.717 15.215
Si 10.846 -0.012 15.224
Si 13.599 2.715 15.261
Si 10.879 5.437 15.238
Si 13.565 -8.166 15.238
Si 10.823 -5.423 15.232
Si 13.577 -2.697 15.26
Si 16.304 0.017 15.249
Si 19.043 2.706 15.184
Si 16.301 5.444 15.206
Si 19.051 -8.165 15.184
Si 16.325 -5.43 15.239
Si 19.053 -2.715 15.188
Si 21.814 -0.05 15.118
Si 24.545 2.666 15.033
Si 21.781 5.42 15.108
Si 24.551 -8.193 15.021
Si 21.791 -5.453 15.106
Si 24.541 -2.774 15.052
Si 27.274 -0.038 14.944
Si 30.011 2.707 14.863
Si 27.295 5.411 14.955
Si 30.036 -8.166 14.89
Si 27.291 -5.461 14.968
Si 30.031 -2.755 14.879
Si 32.758 -0.018 14.815
Si 35.505 2.704 14.748
Si 32.755 5.442 14.795
Si 35.506 -8.158 14.734
Si 32.757 -5.462 14.811
Si 35.513 -2.758 14.75
Si 38.251 -0.032 14.711
Si 40.986 2.655 14.665
Si 38.235 5.423 14.72
Si 40.967 -8.174 14.73
Si 38.243 -5.452 14.72
Si 40.962 -2.736 14.71
Si 43.671 -0.037 14.708
Si 46.368 2.704 14.69
Si 43.688 5.409 14.707
Si 46.384 -8.174 14.649
Si 43.661 -5.456 14.709
Si 46.353 -2.758 14.695
Si 49.056 -0.01 14.657
Si 51.76 2.697 14.596
Si 49.053 5.422 14.627
Si 51.757 -8.161 14.621
Si 49.056 -5.455 14.669
Si 51.735 -2.729 14.577
Si -43.486 -0.022 14.514
Si -40.744 2.729 14.513
Si -43.443 5.418 14.572
Si -40.748 -8.2 14.53
Si -43.468 -5.444 14.546
Si -40.781 -2.734 14.52
Si -38.058 -0.013 14.526
Si -35.353 2.692 14.574
Si -38.041 5.398 14.535
Si -35.343 -8.184 14.561
Si -38.061 -5.472 14.514
Si -35.36 -2.74 14.538
Si -32.644 -0.012 14.633
Si -29.956 2.735 14.69
Si -32.658 5.429 14.625
Si -29.967 8.153 14.687
Si -32.658 10.856 14.606
Si -29.998 -2.707 14.681
Si -27.248 0.047 14.744
Si -24.573 2.767 14.848
Si -27.257 5.431 14.771
Si -24.524 8.178 14.839
Si -27.262 10.903 14.763
Si -24.538 -2.672 14.836
Si -21.819 0.05 14.933
Si -19.101 2.803 15.032
Si -21.806 5.494 14.946
Si -19.095 -8.101 15.019
Si -21.797 -5.393 14.907
Si -19.082 -2.658 15.028
Si -16.383 0.087 15.09
Si -13.66 2.789 15.149
Si -16.374 5.511 15.075
Si -13.692 -8.078 15.122
Si -16.375 -5.368 15.091
Si -13.669 -2.654 15.108
Si -10.966 0.053 15.131
Si -8.226 2.754 15.114
Si -10.951 5.495 15.153
Si -8.241 -8.122 15.151
Si -10.95 -5.383 15.102
Si -8.267 -2.654 15.123
Si -5.534 0.051 15.119
Si -2.838 2.764 15.12
Si -5.531 5.459 15.106
Si -2.818 8.153 15.053
Si -5.567 -5.414 15.11
Si -2.832 -2.696 15.106
O 0.665 -1.448 23.222
O 7.79 -7.67 -3.357
O 2.574 0.065 22.327
O 4.189 1.996 23.134
O 1.756 4.159 -3.876
O 1.792 4.533 22.981
O 2.168 -5.868 22.219
O 6.878 0.117 25.671
O -1.392 -7.131 26.104
O 14.469 -3.553 -1.085
O 4.099 -4.68 23.26
O 3.242 -6.303 25.397
O 6.441 -1.652 23.702
O 18.239 3.708 23.524
O 11.221 3.623 23.192
O 12.585 5.694 22.443
O 10.552 -3.297 26.092
O -0.547 1.972 26.111
O 8.025 5.454 22.361
O 3.594 7.575 26.302
O 8.829 -4.201 23.188
O 7.756 -5.488 25.13
O 12.376 -5.22 26.152
O 12.576 -0.926 23.287
O 15.125 0.429 23.365
O 14.361 -1.647 -2.944
O 17.962 -1.794 -1.148
O 10.023 -8.067 -5.611
O 11.483 1.007 -5.237
O 14.696 6.744 23.462
O 0.01 -5.085 25.844
O 13.536 -5.456 22.461
O 11.733 -7.266 23.275
O 15.74 -0.923 25.549
O 18.51 -1.925 -6.922
O 13.868 2.296 -5.421
O 14.766 -5.49 25.27
O 6.025 -1.969 -6.981
O 8.812 6.489 -1.142
O 16.525 2.318 -6.087
O 3.449 -7.609 -3.132
O 16.222 4.628 25.091
O 11.502 -1.303 -4.013
O 14.254 1.605 -1.192
O 0.247 -0.703 -3.268
O 13.487 -5.619 -3.174
O 5.687 1.969 -5.807
O 9.793 -3.213 -3.17
O 18.757 -4.626 25.324
O 6.953 -6.748 -1.09
O 13.318 -7.641 25.82
O 5.59 7.825 -4.516
O -2.665 -4.676 25.439
O 3.912 4.258 24.496
O 16.173 -5.346 -0.24
O 15.33 -3.762 23.405
O 1.577 3.45 -6.38
O 13.179 -0.437 25.83
O 19.098 5.379 25.453
O 0.308 1.553 -4.98
O 2.592 0.445 -2.696
O 16.477 -3.617 25.862
O -5.175 5.378 -3.514
O 6.745 6.323 -2.693
O 16.038 -5.066 -3.928
O 3.146 -3.159 -0.103
O 20.291 -6.584 24.725
O 4.309 0.351 25.791
O 8.015 -2.774 -0.169
O 9.512 1.745 23.505
O 4.685 -4.176 25.599
O 23.506 2.853 -5.734
O 18.185 -6.177 23.197
O 10.358 3.09 25.647
O 43.483 7.778 24.981
O 14.733 6.116 -1.109
O -45.363 6.174 -6.939
O 9.586 0.322 -3.472
O 46.501 -3.714 24.664
O 12.581 6.367 25.086
O 9.703 -0.857 -5.86
O 10.706 -5.678 -3.148
O 19.924 -3.561 -1.037
O 19.79 -1.873 -3.071
O -24.583 -3.996 -5.839
O -35.969 -6.132 -4.37
O 18.101 -3.845 -2.866
O 14.845 6.594 26.33
O 2.916 2.574 -0.266
O -46.772 2.462 -3.086
O 11.959 1.396 24.407
O 2.146 -3.996 24.828
O -6.637 -0.103 -2.953
O 9.167 -6.736 23.154
O 1.27 7.427 -2.502
O 17.191 4.341 -1.226
O 1.63 -1.584 -1.344
O 7.372 0.113 -2.008
O 7.306 4.25 -1.027
O 3.521 7.087 -1.087
O 5.355 5.516 -0.038
O 3.947 4.048 -5.392
O 5.135 -5.185 -0.088
O 12.036 -6.342 -1.104
O -1.581 6.438 23.243
O 10.855 0 -0.115
O -33.206 -1.366 -2.775
O -9.295 -7.992 -0.987
O 8.679 4.642 -3.158
O 5.807 -1.466 -0.842
O 10.834 5.354 -0.081
O -0.423 6.42 -0.711
O -45.003 4.23 -2.541
O -16.443 -1.401 -2.574
O 9.73 -4.629 -0.926
O 17.491 6.92 -1.395
O 18.064 -6.87 -1.171
O 17.211 -1.231 23.38
O 26.564 -4.486 23.387
O 19.233 -0.056 22.267
O 21.234 1.026 23.436
O 19.287 5.557 22.169
O -39.875 -5.768 25.162
O 20.821 7.537 22.871
O 29.6 -3.995 -5.799
O 21.725 7.724 25.343
O 31.778 3.128 -3.768
O 20.212 -4.481 23.201
O 21.934 -2.802 22.218
O 24.001 -1.355 22.945
O 32.55 5.734 25.332
O 27.465 2.676 21.967
O 29.277 4.394 22.645
O 23.381 6.672 -2.249
O 24.407 1.763 25.254
O 24.668 5.159 21.941
O 22.585 5.88 23.816
O 23.175 -7.812 23.198
O 24.638 -5.761 22.307
O 25.444 -5.011 25.737
O 27.995 -4.501 25.587
O 28.845 -1.797 23.108
O 30.105 0.1 21.886
O 32.079 1.558 22.768
O 34.266 -1.522 -1.243
O 30.144 4.97 24.965
O 31.456 1.321 25.793
O 31.292 6.505 23.079
O 45.624 -7.172 25.569
O 30.301 -5.383 22.014
O 29.412 -0.08 24.996
O 38.331 -6.524 26.162
O 33.802 -1.716 22.858
O 31.239 -2.041 -3.531
O -3.256 5.632 -5.276
O 25.501 7.565 -1.118
O 14.836 2.442 25.526
O 29.846 4.832 -3.585
O 29.071 2.027 -6.477
O 26.195 6.6 23.274
O 27.778 -2.115 -6.183
O 34.663 4.589 -5.053
O -13.39 5.811 -5.917
O -12.278 -2.887 -6.276
O 31.088 -3.536 -1.42
O 27.345 4.087 -3.326
O -0.42 2.894 -2.892
O 33.35 -3.527 -2.743
O 23.735 -6.862 -5.728
O 39.076 -6.578 -1.959
O 45.637 4.046 22.799
O 30.548 -6.487 -5.665
O 22.615 -0.729 25.008
O 29.357 2.29 -3.273
O 19.15 7.89 26.187
O 23.37 7.064 -4.819
O 18.719 5.404 -3.152
O 17.123 6.453 -6.337
O -25.58 0.478 24.944
O 32.143 -3.746 22.996
O 20.73 3.865 24.289
O 41.73 5.652 25.282
O -5.022 7.426 -5.371
O 21.574 0.018 -3.286
O 28.127 -1.421 -3.659
O 23.303 -7.296 -0.937
O 28.869 -5.861 -3.959
O 16.481 -8.058 22.425
O -4.227 3.741 -1.589
O -29.938 3.506 -6.333
O 21.596 -5.417 -0.2
O 22.164 -2.359 -4.167
O 21.048 -6.658 -6.155
O 43.5 0.094 -0.775
O 20.464 0.835 -1.054
O 14.143 -3.549 -4.732
O 22.865 3.492 22.901
O 24.19 -2.648 -0.112
O 25.885 1.048 23.223
O 34.723 -6.421 22.938
O 4.025 -6.521 -5.428
O -38.576 7.936 -4.08
O 29.752 -8.099 -0.462
O -11.531 5.351 25.494
O 25.403 2.093 -1.03
O -45.241 -5.224 -5.811
O -11.044 -7.382 25.339
O 28.599 -1.62 -1.154
O 28.577 -3.824 -2.451
O 26.47 -5.097 -3.257
O 36.1 0.028 -5.4
O 29.815 -2.682 25.448
O 35.774 -3.573 -1.565
O 33.595 6.788 -5.951
O 18.894 2.709 -0.206
O -1.297 8.087 -2.511
O -47.977 4.586 -4.147
O 28.401 7.115 24.428
O -43.511 -6.585 -4.182
O -3.794 0.491 24.499
O 28.421 8.058 -6.061
O -22.871 1.254 -4.279
O 26.924 1.211 25.671
O 22.272 -1.102 -0.997
O 23.419 3.87 -1.116
O 19.957 7.594 -0.892
O 21.564 5.55 -0.231
O 28.866 3.904 -1.227
O 28.107 -6.267 -1.432
O -20.27 1.2 -3.946
O -33.909 -5.212 24.583
O 26.963 0.147 -0.238
O 32.537 -5.395 -0.42
O 32.486 0.033 -0.297
O 31.147 1.834 -1.506
O 27.013 5.555 -0.325
O -28.211 -0.517 25.232
O 46.961 -2.535 -3.675
O 28.781 -7.227 22.878
O 25.484 -4.667 -0.971
O -31.114 -2.309 -1.511
O -20.676 4.537 23.297
O -43.038 2.772 -3.697
O 40.706 -3.511 25.503
O 35.5 0.013 21.859
O 39.301 1.572 24.116
O 35.638 5.241 21.891
O 34.237 3.109 22.46
O 37.419 6.772 22.944
O 37.268 -6.972 23.367
O 36.524 -4.508 22.918
O 38.264 -2.738 22.077
O 39.84 -0.781 22.926
O 45.163 3.144 25.322
O 43.624 2.617 21.972
O 47.227 1.577 25.449
O 42.973 6.351 -5.984
O 39.019 3.714 22.676
O 40.834 5.325 21.761
O 39.222 7.997 24.586
O 39.233 -7.964 22.044
O 40.811 -5.801 21.78
O 41.933 -4.171 23.241
O 44.342 -2.902 -6.252
O 46.432 0.037 21.877
O 45.274 -1.866 23.156
O 47.884 1.941 22.837
O -47.106 -1.028 -1.907
O 45.751 7.389 23.651
O 47.947 6.263 22.926
O 32.362 -1.19 -5.712
O 46.379 -5.494 21.871
O 44.476 -6.844 23.077
O -48.858 -4.12 25.31
O -46.976 -3.403 -6.44
O -44.23 1.792 22.839
O 42.978 -4.812 25.47
O -48.233 -2.612 -3.595
O 39.797 2.875 -6.042
O 43.298 5.654 -0.559
O -11.186 1.398 -5.543
O 47.784 7.646 25.271
O 41.022 -0.028 25.184
O -34.549 -0.859 -6.41
O 44.849 1.746 -3.459
O 45.345 1.759 -6.04
O -6.855 4.104 -2.128
O -1.942 -4.785 -5.651
O 46.982 0.576 -4.229
O 46.909 -3.677 -1.366
O -19.533 -7.89 24.628
O 43.532 -6.118 -3.392
O 29.832 -0.718 -5.43
O 40.432 5.63 -5.862
O 40.431 -7.573 -6.569
O 21.109 6.608 -3.423
O -5.428 2.775 22.474
O 39.145 7.363 -4.59
O -23.006 -7.363 -5.67
O 48.605 2.438 -3.436
O 46.321 3.976 -3.568
O 33.152 -2.611 25.266
O -8.233 -5.414 22.093
O -47.788 -7.385 -1.733
O 48.319 -4.16 22.828
O 0.141 -7.983 22.323
O -6.601 7.64 23.133
O -31.813 -3.705 -6.282
O 38.862 -0.931 -1.633
O -48.517 0.484 24.357
O 40.867 5.912 -3.246
O 46.838 3.888 -6.135
O 32.963 -8.153 22.053
O -46.782 3.946 -6.27
O 45.997 -6.025 -4.269
O 37.623 -5.186 -0.534
O 37.99 -4.573 -3.57
O 41.825 7.605 -1.506
O 36.095 6.921 -5.143
O 37.509 1.132 -0.803
O 35.201 2.147 -4.213
O 40.643 -2.632 -0.761
O 41.663 1.1 22.903
O 41.782 1.193 -5.849
O -47.053 -6.339 22.757
O -48.026 7.154 -3.664
O -23.431 -3.513 22.887
O -13.552 2.603 -0.147
O 46.079 -7.903 -0.696
O 34.827 -7.818 -3.586
O 26.428 6.578 25.943
O -18.504 -6.388 -6.753
O 37.253 3.392 24.565
O 42.406 6.895 22.91
O 41.925 -3.637 -5.652
O -24.405 5.393 -6.217
O -26.519 -5.839 -0.668
O -48.487 -0.029 -3.921
O 35.667 5.153 26.053
O 48.28 -4.703 -4.41
O 40.657 -6.056 24.863
O -29.708 5.77 22.24
O 35.293 2.762 -0.516
O 33.438 4.495 -1.317
O 44.78 -0.54 -5.094
O -37.889 0.143 -0.663
O -40.8 -6.923 -4.274
O 34.609 -6.895 -1.149
O -23.369 -3.443 -3.581
O -30.243 1.827 24.92
O -31.899 -3.578 -3.672
O -46.078 2.427 25.007
O -27.005 -4.283 -6.694
O 37.227 -2.263 -4.887
O 41.792 1.901 -1.575
O 39.887 3.721 -1.536
O 36.244 7.352 -1.58
O 38.011 5.532 -0.776
O -18.247 2.181 23.102
O -34.277 6.359 -5.315
O 8.448 -1.977 25.37
O 43.98 5.253 24.31
O -3.469 4.492 23.268
O 48.244 -7.183 -3.643
O -13.579 2.357 -6.034
O -41.945 -4.568 -4.178
O 44.386 3.815 -1.838
O -38.412 -2.966 21.817
O 35.672 2.888 -6.762
O 5.036 -0.251 -3.198
O 31.356 6.157 -1.039
O 37.677 2.234 -4.838
O 43.946 -5.453 -5.819
O 42.369 -4.361 -1.735
O 1.195 4.222 -1.333
O 48.817 -5.394 -0.767
O -47.822 -1.605 22.904
O -10.488 -0.995 -6.506
O -15.236 3.936 -1.472
O -42.84 2.826 25.031
O -45.876 5.492 21.836
O -47.182 3.42 22.732
O -43.846 7.245 22.312
O 31.368 -1.386 23.823
O -31.626 -6.308 25.88
O -43.46 -2.806 21.819
O -39.706 6.656 -2.106
O -41.48 -1.547 22.759
O -36.332 4.053 22.832
O -38.123 2.675 21.609
O -18.961 -5.241 22.062
O -38.146 1.834 -6.546
O -42.524 3.739 22.636
O -40.759 5.435 21.762
O -44.665 -6.976 23.615
O -42.184 -6.998 22.765
O -40.473 -5.151 21.827
O -40.814 -8.114 26.115
O -34.729 -7.653 24.195
O -36.869 -0.908 22.672
O -34.659 0.536 22.353
O -24.45 -7.965 -0.452
O 14.194 -5.984 -5.639
O 9.974 -5.421 -6.226
O -41.719 3.614 -1.515
O -34.229 6.447 25.478
O 48.483 -2.507 -5.865
O -35.53 -5.526 21.866
O -36.573 6.85 24.126
O 1.745 0.628 26.229
O -24.75 8.048 24.305
O 12.611 7.243 -5.636
O -35.628 -3.269 24.903
O -33.454 1.214 -1.937
O -8.169 2.096 -3.223
O -43.808 -4.986 -0.824
O -5.365 5.759 -0.748
O -34.928 3.468 24.956
O -38.468 -5.782 -3.671
O -31.758 -5.985 -4.933
O -17.524 7.275 25.844
O -25.684 -0.778 -1.55
O -25.573 7.715 -6.657
O -5.804 -5.107 -3.955
O -33.549 -3.583 -1.623
O -35.442 4.753 -3.665
O -20.607 1.346 24.31
O -33.975 -4.535 -4.979
O 41.222 2.933 -3.869
O -22.505 4.47 -2.481
O -34.926 -6.28 -6.758
O -38.075 -2.228 -3.818
O -39.785 -0.845 -2.411
O 2.176 5.986 -5.733
O -16.909 -4.129 -1.399
O -14.5 0.616 25.3
O -39.472 -3.49 -2.019
O -40.195 6.08 -4.799
O -47.938 -1.718 25.559
O -41.748 1.266 23.358
O -32.241 -5.625 -0.81
O -34.121 -3.462 22.659
O 44.468 -7.965 -5.126
O -32.974 -2.787 24.884
O -25.124 -6.301 25.963
O -22.8 7.183 22.843
O -43.145 -0.292 -0.734
O -11.818 -3.827 -1.357
O -48.253 4.179 -1.657
O -19.713 5.898 25.3
O -34.35 1.337 26.252
O -48.705 -8.124 21.851
O -12.515 -5.6 -3.074
O -37.58 3.522 25.138
O -37.159 2.874 -4.344
O 20.416 -0.892 -5.459
O -6.056 -2.64 -3.165
O -26.181 4.199 23.112
O -44.582 1.551 -1.821
O 12.305 -3.273 -2.535
O -5.879 -0.906 -6.432
O -41.249 -2.427 -0.637
O -39.379 0.733 22.697
O -15.498 -1.07 23.423
O -21.117 -1.652 23.103
O -31.389 -6.17 22.736
O 38.795 4.585 -4.152
O -11.735 6.268 -3.962
O -46.188 -0.939 -4.447
O -35.133 8.019 -0.878
O -27.177 -7.779 25.124
O -35.547 -1.895 -4.242
O -24.345 -5.866 -3.963
O -18.88 -0.1 -6.035
O -38.883 6.89 22.773
O 44.726 -3.821 -2.823
O -34.251 0.482 -4.23
O -30.503 -7.335 -1.979
O -0.417 -6.731 -4.896
O -28.923 7.356 -3.832
O 10.8 -2.683 22.405
O 39.336 -3.51 -5.587
O -38.95 0.98 -4.167
O -32.817 4.763 -3.787
O 24.27 2.655 -3.3
O -9.089 -0.921 23.346
O -28.98 4.692 -4.177
O -20.715 6.64 -2.712
O 27.365 0.4 -5.378
O -16.234 -6.466 -0.784
O -38.517 -7.97 24.889
O -47.9 6.282 -6.132
O -3.65 7.334 -3.168
O -47.016 4.949 24.872
O -23.379 -1.716 24.629
O 0.076 -2.567 25.489
O 37.24 -7.156 -3.786
O -15.097 -5.469 -2.949
O -44.749 6.767 -1.939
O -43.415 5.324 -0.37
O -34.288 3.823 -5.823
O -18.756 2.77 -0.464
O -36.741 -6.463 -1.847
O 18.424 0.671 -6.213
O -41.48 0.697 -3.694
O -40.666 -2.363 -4.217
O -39.806 1.589 -1.717
O -36.403 -1.717 -1.778
O -29.025 4.035 24.183
O -32.263 -0.259 -0.332
O 8.879 3.424 -5.492
O -37.936 5.452 -0.655
O 48.084 7.219 -1.775
O -4.678 -6.86 23.341
O -8.818 -5.927 25.488
O -20.585 -1.27 -1.247
O -26.729 -6.52 22.861
O 3.559 6.475 23.101
O -29.261 6.187 -6.249
O -30.078 0.012 21.917
O -28.474 1.805 22.894
O -19.664 -7.587 -3.755
O 14.465 -1.115 -5.571
O -27.974 7.579 22.768
O -32.372 3.122 25.749
O -29.167 -6.662 23.97
O -33.412 6.13 -1.637
O -29.286 -4.643 22.364
O -27.502 -2.82 21.884
O -25.057 -3.767 24.995
O -15.356 3.032 25.732
O -22.147 2.826 22.117
O -23.743 2.631 -0.893
O 7.864 -6.845 -6.332
O -1.957 -1.936 -2.758
O -24.63 5.638 21.729
O -22.388 -7.786 -3.235
O -40.546 -3.832 -6.339
O 27.415 5.739 -5.37
O -27.129 5.491 -0.48
O -40.391 -0.51 24.811
O -27.957 0.6 -1.598
O -19.274 0.032 22.134
O 22.973 1.332 -1.448
O -6.119 -4.524 -1.366
O -44.83 6.134 -4.45
O 45.298 5.826 -5.114
O -18.113 6.591 23.317
O 46.463 2.448 -1.388
O 2.43 -1.927 -3.915
O 45.684 -1.412 25.754
O -19.088 -4.405 24.771
O -25.51 -1.849 23.106
O -11.82 3.885 -4.908
O -18.631 -1.816 25.03
O -4.78 -4.846 -6.375
O -37.98 5.308 -3.587
O -22.564 6.525 -1.001
O -0.002 2.882 22.165
O -20.661 -7.197 -1.392
O 34.811 -1.959 -6.25
O -11.084 -6.152 -0.749
O -15.855 -6.883 -6.975
O -31.63 1.566 -6.104
O -21.486 -3.48 24.965
O 32.346 5.67 -3.387
O -28.952 7.139 -1.261
O -20.735 -3.307 -2.995
O 27.558 4.608 24.589
O -26.906 6.047 -5.188
O 4.501 2.321 -3.513
O 3.337 0.698 -5.129
O -21.228 -0.846 25.622
O 6.425 4.036 -4.478
O -16.028 1.487 -5.97
O -17.644 -6.083 -3.022
O -27.975 -3.986 -1.875
O -8.802 7.717 25.383
O -18.378 2.357 -5.199
O -3.794 -3.915 -2.658
O -15.205 3.696 23.174
O -30.567 -1.637 25.296
O -3.563 -6.904 -1.497
O 6.771 -5.94 22.799
O -17.394 -3.361 23.178
O -31.446 4.275 23.151
O -16.811 -3.506 25.84
O -2.796 -6.597 -3.911
O -29.514 -4.843 -6.578
O -31.765 -1.636 22.905
O -10.855 5.366 -0.31
O -31.615 0.329 -3.79
O -18.988 -1.4 -3.329
O -7.396 1.924 -0.785
O -32.741 -8.163 21.798
O 11.537 -3.711 -5.04
O -13.099 -6.884 23.892
O -21.046 -5.668 23.352
O -3.542 0.272 -6.363
O -3.002 -0.317 22.159
O -6.567 -3.943 23.21
O -32.729 -0.256 25.027
O 1.944 5.966 25.099
O -24.119 -2.776 -0.653
O -23.934 1.153 23.052
O 0.915 -8.144 -6.683
O 31.247 -4.652 -3.866
O -15.153 -5.714 23.148
O -20.772 1.66 -6.463
O -15.106 6.901 -1.725
O -12.895 -4.308 23.453
O -18.877 7.887 -0.081
O -25.958 -3.74 -3.55
O -7.246 0.979 23.252
O -1.832 0.698 -3.531
O -16.496 5.329 -3.269
O 23.901 -3.012 25.054
O -12.037 0.845 -1.143
O 21.875 1.578 25.92
O -16.026 -4.621 -5.674
O 23.015 3.943 25.527
O -14.401 0.28 -2.344
O -8.182 5.684 22.348
O -4.507 -2.385 22.724
O -17.255 -2.262 -5.009
O -24.463 3.124 -3.419
O -29.637 2.558 -0.774
O -31.438 4.31 -1.598
O -46.079 1.258 -6.078
O -28.388 -3.717 -4.476
O 15.174 4.555 -5.928
O -29.801 -0.186 -5.81
O -19.333 3.359 25.22
O -31.137 6.596 -2.809
O -1.105 0.125 -1.118
O -48.677 3.015 24.811
O -2.817 -5.256 22.399
O -26.327 5.05 25.638
O -9.338 -5.898 -5.363
O 33.278 2.391 -5.997
O -4.936 -3.345 25.092
O -11.92 -0.584 -3.201
O -36.483 -5.693 24.894
O -1.976 2.818 -5.041
O -11.632 0.561 25.328
O -22.984 1.152 25.519
O 47.674 -6.548 -6.207
O 35.92 -6.97 -6.024
O -30.306 6.232 24.777
O -5.413 7.975 25.483
O -16.922 1.077 -1.415
O 24.085 -3.296 -5.75
O 44.457 -5.763 -1.035
O -5.587 0.159 -0.042
O -5.607 1.284 26.248
O -25.009 2.04 -5.584
O 13.378 6.131 -3.401
O -4.459 -1.278 -1.626
O -36.767 3.56 -1.848
O -0.36 5.527 -3.096
O -11.91 7.259 23.308
O -9.75 -3.534 -6.509
O -13.609 0.254 22.305
O -21.627 -0.912 -3.519
O -13.638 5.562 22.225
O -2.552 2.337 -0.394
O -9.235 -0.236 -3.63
O 22.307 -4.92 -4.67
O -33.091 -7.879 -6.207
O -36.489 -4.069 -2.91
O -14.188 -5.239 25.654
O -10.99 -2.633 22.552
O 24.122 -3.792 -3.149
O -16.052 2.842 -3.773
O -18.724 -2.713 -0.284
O -12.983 -0.424 -6.091
O -1.762 -1.2 24.318
O 18.943 7.998 -3.288
O 39.437 1.418 -2.647
O -4.133 6.959 23.396
O -9.835 6.925 -5.703
O -9.56 -7.231 23.265
O 17.297 0.989 24.871
O -10.686 -7.616 -3.951
O -46.147 -5.419 25.067
O -32.003 6.149 -6.652
O 12.907 -1.444 -0.8
O -15.64 -0.678 -0.257
O 5.678 -7.029 25.889
O -1.391 7.255 -5.99
O -13.825 -7.386 -0.68
O 32.055 4.042 23.425
O -29.758 2.011 -4.254
O -30.535 -8.003 -6.467
O 12.414 3.447 -0.886
O -36.629 0.334 -5.151
O -16.495 -7.894 22.371
O -34.361 6.444 22.825
O 12.225 -7.842 -3.3
O -17.264 5.905 -0.784
O 15.742 2.875 23.006
O -13.977 4.665 -3.659
O 33.673 7.097 -1.649
O 7.829 2.197 -3.417
O 22.679 4.662 -3.956
O -3.686 -2.42 -6.22
O -40.477 -3.206 24.569
O -44.438 -3.647 25.859
O 43.438 6.665 -3.407
O -44.388 3.217 -6.32
O -1.851 -3.681 -0.862
O -27.629 2.039 25.32
O 6.391 -4.545 -6.093
O 16.071 5.68 -3.242
O -17.172 0.386 -4.038
O -13.092 7.455 25.688
O -12.789 1.886 -3.507
O -10.039 -1.535 -1.575
O 46.583 5.272 24.92
O -9.995 -5.221 -2.912
O 16.135 -0.038 -0.297
O -6.55 -1.467 23.964
O -14.136 5.219 25.007
O -7.065 7.347 -1.606
O -20.854 -5.888 25.898
O 13.454 8.106 -0.113
O 0.061 -5.531 -0.234
O -1.005 -3.458 23.141
O 43.159 -1.039 26.297
O 36.848 -4.519 -5.927
O -42.775 -2.56 -5.749
O -7.282 6.949 -6.388
O 31.416 0.543 -3.829
O 47.739 -1.498 24.113
O -8.227 -7.161 -3.25
O -32.934 2.56 21.954
O 33.717 -0.115 25.909
O 5.642 -6.157 -3.332
O -40.702 3.76 -3.983
O 5.751 2.474 25.164
O -46.227 2.971 -0.581
O -26.977 0.535 -6.183
O 8.064 -5.132 -2.897
O -13.059 2.852 24.595
O 17.968 -4.128 -5.545
O 9.242 1.697 -1.193
O -27.472 2.829 -5.079
O -8.089 -2.848 -0.514
O -22.393 -4.608 -1.433
O 2.814 -1.357 -6.568
O -10.507 -2.419 -4.228
O -13.814 -7.815 -3.291
O -36.536 1.584 23.794
O -46.027 0.063 21.946
O 10.706 -0.812 25.1
O -2.508 7.861 0.074
O 14.407 3.884 -2.509
O -45.232 -7.853 -5.648
O -13.644 -2.495 -0.225
O -10.541 2.901 25.297
O 40.712 -1.27 -6.077
O 7.997 0.013 22.444
O 20.144 -0.402 25.388
O -42.002 4.457 -6.196
O -42.74 5.334 -3.18
O 26.844 3.066 -5.644
O 31.001 7.495 -6.461
O -42.006 -6.341 -2.069
O -1.271 -4.56 -3.215
O -22.124 6.351 -5.642
O 1.568 -3.444 -5.959
O -25.053 4.684 -1.496
O 27.149 -6.783 24.779
O -37.295 -7.379 22.596
O -20.61 -7.943 -6.378
O -3.187 2.466 26.104
O -13.934 -6.075 -5.283
O -17.51 7.688 -2.617
O -22.774 3.63 -5.418
O -9.296 3.61 -1.353
O 29.374 2.505 24.465
O -39.808 2.08 24.981
O -21.807 -5.458 -3.981
O 2.108 -7.032 -0.9
O -12.482 6.958 -1.425
O 12.517 2.241 -3.2
O -1.503 1.281 23.36
O -6.485 -6.83 -5.839
O 8.09 6.645 -4.935
O 9.911 7.114 23.175
O -42.912 7.673 24.665
O -45.159 -4.533 22.755
O 6.082 3.856 23.055
O 37.062 0.384 -3.136
O -43.197 -6.565 -6.776
O 25.139 4.71 -4.672
O 47.727 -6.13 24.573
O 35.094 -1.842 -3.625
O 10.083 -7.667 25.356
O -21.827 4.374 25.763
O -44.686 -0.913 -6.606
O -43.03 7.207 -6.216
O 37.734 4.413 -6.428
O -30.573 -4.423 24.562
O 13.845 4.304 24.117
O 45.37 -1.548 -1.732
O -20.434 4.772 -0.992
O 48.106 0.508 -1.722
O -35.299 -0.541 24.648
O -4.428 -0.864 -4.2
O -18.193 0.877 25.257
O -11.454 1.728 22.996
O 5.014 1.016 -0.949
O -28.709 -2.343 -6.7
O -9.226 6.736 -3.109
O 10.045 5.606 -6.323
O -38.194 -3.768 25.635
O -2.941 6.006 25.483
O 24.469 -7.475 -3.239
O 35.946 -5.753 25.213
O -43.997 0.511 -4.556
O 22.88 -5.265 26.129
O 33.609 2.275 24.78
O 4.247 -3.134 -5.32
O 18.822 2.773 25.916
O -14.845 -2.367 -5.781
O -42.639 -1.859 25.161
O -7.846 -0.023 25.593
O 29.741 -7.298 25.396
O 31.546 5.053 -5.707
O 5.258 -8.083 22.283
O 39.599 -6.338 -4.482
O -22.537 7.283 25.486
O 16.448 -2.433 -4.33
O -24.114 5.468 24.357
O -17.301 -7.853 -5.019
O -45.838 -2.976 -0.811
O -42.217 1.843 -6.025
O 25.259 -0.719 25.096
O 42.202 3.823 -6.266
O -39.457 4.078 -6.375
O 14.053 -2.909 25.596
O 19.552 6.396 -5.437
O 37.208 1.78 22.605
O -7.328 -4.403 -6.076
O -1.42 4.68 -6.806
O -24.708 2.982 24.878
O -16.435 -0.934 25.908
O 10.751 6.447 -3.982
O -21.911 1.095 -1.781
O 47.797 5.905 -4.715
O -10.16 4.471 23.371
O -27.572 -1.635 -3.079
O -36.309 -4.159 -6.165
O -8.967 5.091 25.703
O 25.906 7.976 -5.187
O -7.496 0.813 -5.306
O -13.98 -1.975 25.31
O -38.899 -6.661 -6.093
O -26.4 0.725 -3.658
O 26.297 -2.597 -2.293
O -24.713 -5.395 21.833
O 41.539 -8.059 -4.144
O 11.54 3.581 -5.399

Results
total energy: -609922.218 eV
total energy less fixed offsets of O -438.25, Si -107.07 eV per atom: -3.018 eV

Forces (eV/angstrom) on atoms 1281 to 1956 of the 3024, counted in the order above; the others are left out for length: element, x, y, z
Si -0.09 0.036 0.037
Si -0.007 -0.005 -0.058
Si -0.031 -0.092 -0.046
Si 0.019 0.018 -0.019
Si 0.146 -0.075 -0.063
Si -0.049 -0.083 0.128
Si 0.091 -0.03 0.015
Si 0.158 -0.216 0.163
Si 0.138 -0.092 -0.09
Si -0.027 0.14 -0.107
Si 0.021 -0.072 0.035
Si 0.011 0.009 0.028
Si 0.041 -0.026 0.234
Si -0.137 -0.005 -0.176
Si 0.019 -0.027 0.062
Si 0.022 0.119 -0.087
Si -0.001 0.014 0
Si -0.015 0.013 0.005
Si 0.022 0.016 -0.014
Si 0.025 0.003 0.02
Si 0.007 -0.004 0.004
Si 0.008 0.001 0.025
Si -0.002 0.005 0.005
Si 0.003 -0.002 0.015
Si -0.011 0.012 0.001
Si -0.003 0.002 0.01
Si 0 -0.011 0.017
Si 0.013 -0.01 0
Si -0.007 -0.006 0.005
Si -0.006 -0.018 0.008
Si -0.004 0.006 0.012
Si -0.001 -0.008 0
Si -0.014 -0.001 -0.006
Si 0.002 0 -0.004
Si 0.001 0 0.015
Si 0 -0.006 -0.001
Si -0.002 0.007 0.005
Si 0.003 -0.003 0.003
Si 0.007 0.004 0.007
Si -0.004 -0.005 0.018
Si -0.018 -0.001 0.007
Si -0.013 -0.011 0.002
Si 0.007 0 -0.002
Si 0.008 -0.01 0.019
Si 0.005 0.001 0.011
Si -0.001 -0.003 0.011
Si -0.009 -0.002 0.003
Si 0.002 -0.002 0.016
Si -0.005 0.003 0.004
Si 0.008 0.006 0.008
Si -0.014 -0.003 0.002
Si -0.005 0.009 0.004
Si -0.009 0.014 0.01
Si -0.013 -0.006 0.005
Si -0.005 -0.004 -0.002
Si 0.004 0.007 0.007
Si -0.011 -0.006 0.004
Si -0.012 -0.011 0.004
Si -0.001 0 -0.004
Si 0.005 -0.005 -0.003
Si -0.008 -0.012 0.005
Si -0.009 0.01 0.002
Si -0.021 -0.012 0.005
Si -0.013 0.01 -0.005
Si -0.018 -0.009 -0.006
Si -0.003 -0.001 -0.003
Si -0.009 0.005 -0.001
Si -0.003 -0.015 0.006
Si -0.013 0.009 -0.007
Si -0.012 0.009 0.002
Si -0.022 -0.018 0.014
Si -0.009 -0.001 -0.003
Si 0.003 0.019 0.003
Si 0.01 -0.028 0
Si 0.026 0.025 0.012
Si 0.024 0.018 0.021
Si 0.007 -0.015 0.032
Si 0.005 -0.026 0.022
Si -0.035 0.013 0.003
Si -0.011 -0.005 0.008
Si -0.002 -0.004 -0.005
Si 0.006 -0.003 -0.003
Si 0.001 0 0.008
Si -0.007 -0.024 0.002
Si -0.001 0.002 0.007
Si 0.001 0.01 -0.008
Si -0.008 -0.008 -0.007
Si 0.019 0.001 -0.019
Si 0.002 0.001 0.001
Si 0.017 -0.009 -0.003
Si 0.004 0.01 -0.005
Si 0.011 0.027 0.009
Si 0.014 0.004 0.004
Si 0.009 0.009 0.007
Si -0.019 0.009 -0.001
Si 0.011 0.013 -0.009
Si 0.015 0.004 0.001
Si -0.008 0.013 -0.005
Si -0.001 0.015 0.025
Si 0.001 0.016 0.016
Si 0.024 0.003 0.007
Si -0.003 -0.006 0.008
Si 0.018 -0.003 0.015
Si -0.008 0.003 0.002
Si 0.002 0.001 0.013
Si -0.003 0.022 -0.011
Si 0.022 0.005 0.011
Si -0.013 0.007 0.01
Si 0.002 -0.002 0.014
Si -0.007 -0.009 -0.014
Si -0.012 -0.014 0.015
Si 0.009 -0.009 -0.006
Si 0.018 0.003 -0.003
Si 0.009 -0.016 0.005
Si 0 -0.023 -0.009
Si -0.007 0.017 -0.003
Si -0.001 -0.014 -0.01
Si 0.008 -0.009 0.006
Si 0.012 -0.005 -0.009
Si 0.008 -0.006 0.005
Si 0.01 -0.011 -0.015
Si -0.001 0 0.018
Si 0.029 0.015 -0.015
Si 0.018 0.016 0.015
Si -0.008 -0.002 -0.01
Si -0.006 0.006 -0.01
Si 0.005 -0.011 -0.011
Si 0.003 -0.004 -0.001
Si 0.001 0 -0.012
Si -0.011 -0.001 -0.001
Si 0.003 -0.008 -0.006
Si 0.002 -0.005 -0.003
Si -0.007 -0.003 -0.006
Si 0.001 -0.003 -0.002
Si -0.011 0.009 -0.009
Si 0.003 -0.007 -0.007
Si -0.006 0.007 0
Si 0.003 0.005 -0.002
Si -0.008 0.005 -0.003
Si 0.003 0.013 -0.008
Si 0 0.005 -0.007
Si 0.003 0 -0.004
Si 0.001 0.004 0.002
Si 0.009 0.001 -0.01
Si 0.007 0.002 -0.005
Si 0.003 -0.004 -0.007
Si 0.003 0.001 0.003
Si 0.005 0.002 -0.002
Si 0.001 0.007 -0.007
Si 0.006 -0.001 -0.013
Si -0.005 0.009 -0.001
Si 0.002 -0.007 -0.001
Si 0.002 0.004 -0.004
Si 0.01 -0.001 -0.003
Si 0.006 0.008 -0.004
Si 0.01 -0.007 -0.008
Si -0.005 0.002 -0.01
Si 0.015 -0.004 -0.005
Si 0.002 0.008 0
Si 0.01 -0.004 -0.007
Si 0.004 0.001 -0.003
Si -0.006 0.009 -0.003
Si -0.007 0.009 -0.006
Si -0.013 0.007 0.007
Si 0.007 -0.003 -0.004
Si 0.01 -0.008 -0.008
Si 0.004 0.001 -0.003
Si 0.008 0.001 0.008
Si 0.009 -0.006 -0.004
Si 0.01 -0.008 -0.004
Si 0.003 -0.009 0.001
Si 0.002 -0.004 -0.003
Si 0.009 0.001 -0.005
Si -0.001 0.007 -0.007
Si 0.007 -0.002 0.01
Si 0.004 0 -0.003
Si 0.003 0.009 -0.003
Si -0.002 0.004 0.008
Si 0.012 -0.007 -0.007
Si -0.006 0.014 0.004
Si 0.007 -0.005 0
Si -0.007 -0.002 -0.006
Si -0.007 -0.017 -0.002
Si 0.001 0.003 0.011
Si -0.008 0.011 0
Si 0.001 0.002 0.005
Si -0.006 0.012 0.002
Si 0.002 -0.01 -0.004
Si 0.009 0.016 -0.005
Si -0.005 0.006 -0.002
Si -0.008 0.008 0.008
Si -0.016 -0.002 -0.002
Si -0.008 0 0.003
Si -0.005 -0.004 0
Si -0.008 -0.008 -0.012
Si -0.003 0.012 -0.001
Si 0.001 -0.017 -0.003
Si 0.01 -0.004 -0.002
Si -0.004 0.003 -0.006
Si -0.004 -0.008 -0.009
Si 0 -0.013 -0.006
Si 0 -0.01 -0.006
Si -0.002 -0.005 -0.007
Si 0.003 -0.011 -0.004
Si -0.003 0 -0.007
Si 0.007 -0.014 0.002
Si -0.007 0.004 -0.01
Si -0.013 -0.009 -0.009
Si 0.007 -0.011 0.003
Si 0.001 -0.005 0.005
Si -0.003 0.002 -0.005
Si 0.002 0.007 -0.009
Si 0.002 -0.012 -0.004
Si -0.012 0 -0.006
Si -0.016 0.014 0.005
Si -0.007 -0.003 -0.014
Si -0.007 -0.008 -0.002
Si 0.003 0.002 -0.001
Si -0.006 -0.007 -0.014
Si -0.003 0 -0.011
Si -0.005 -0.007 -0.001
Si -0.009 -0.004 0
Si 0.004 0.015 -0.004
Si -0.015 0.001 -0.003
Si -0.008 0.001 -0.007
Si 0.004 0 -0.008
Si 0.005 0.001 -0.002
Si -0.005 -0.002 -0.009
Si 0.003 0.005 0
Si -0.002 -0.007 -0.003
Si -0.003 0.002 -0.009
Si -0.011 -0.006 -0.005
Si 0.02 0.018 0.004
Si -0.005 -0.006 0.005
Si 0.004 -0.006 -0.009
Si 0.02 0.003 -0.003
Si -0.001 -0.009 0
Si -0.002 -0.006 -0.001
Si 0.005 0.004 -0.006
Si -0.003 0.012 -0.007
Si -0.017 0.007 0.004
Si 0.005 0.001 -0.008
Si 0.018 0.011 0.006
Si -0.013 -0.006 -0.001
Si -0.005 -0.002 -0.003
Si -0.002 0.001 -0.003
Si 0.011 0.003 0.001
Si -0.008 -0.017 -0.001
Si 0.003 0.016 0.003
Si -0.001 -0.011 -0.002
Si 0.007 0 -0.001
Si -0.003 -0.005 -0.001
Si 0.003 -0.004 -0.007
Si 0.01 0.009 -0.003
Si -0.006 -0.013 -0.001
Si 0 0.001 0
Si -0.003 0 -0.005
Si -0.009 0.004 -0.003
Si -0.008 -0.018 0.003
Si -0.001 -0.003 -0.005
Si 0.008 0.006 0.003
Si -0.007 -0.008 0
Si -0.014 -0.014 0
Si -0.003 -0.006 -0.009
Si 0.001 0.01 0.001
Si -0.006 -0.002 -0.002
Si -0.002 0 0.002
Si -0.001 0.001 -0.007
Si 0.004 0.009 0.005
Si -0.011 -0.012 0
Si 0.001 -0.002 0.002
Si 0.01 0 0
Si -0.02 -0.008 -0.004
Si -0.018 0.002 -0.007
Si -0.012 0.005 -0.007
Si -0.003 0.007 -0.007
Si -0.021 0.002 -0.014
Si -0.011 -0.006 0.003
Si 0 0.003 0
Si 0.003 0.016 0
Si 0.004 0.01 0
Si -0.01 -0.014 0.005
Si 0.001 0.006 -0.005
Si -0.009 -0.002 -0.004
Si -0.012 -0.008 -0.003
Si 0.006 -0.01 0
Si -0.011 0.005 0.001
Si -0.003 -0.004 0.006
Si 0.005 -0.002 -0.007
Si 0.011 0.024 -0.002
Si -0.002 0.001 -0.008
Si -0.002 -0.014 0.001
Si 0.005 -0.012 -0.01
Si 0.011 0.004 -0.009
Si -0.007 -0.011 0.001
Si -0.007 -0.001 -0.01
Si -0.006 0.01 0.008
Si -0.003 -0.01 0.004
Si -0.001 -0.002 -0.012
Si 0.011 0.012 -0.007
Si -0.002 -0.006 -0.003
Si -0.003 -0.019 0
Si -0.002 0.025 -0.008
Si 0.01 0.016 -0.001
Si 0.01 0.016 -0.007
Si 0.003 0.006 -0.007
Si -0.019 -0.019 0.002
Si -0.001 0.004 0.001
Si -0.011 -0.016 0.002
Si 0.013 -0.006 0.003
Si 0.008 0 -0.003
Si 0.007 0.005 -0.005
Si -0.004 -0.008 0.007
Si -0.005 0.003 -0.012
Si 0.023 0.016 0.005
Si 0.013 0.004 0.004
Si -0.007 -0.012 -0.004
Si 0.006 0.008 -0.004
Si 0.012 0.013 0.001
Si 0.009 0.002 0.001
Si 0.004 0.011 -0.004
Si -0.005 0.006 0.003
Si 0.005 -0.013 0.004
Si 0.015 0.018 -0.004
Si 0.002 0 0.005
Si 0.003 0.005 -0.009
Si 0.002 0.001 -0.003
Si -0.013 0 -0.002
Si -0.009 -0.011 -0.004
Si 0.009 -0.005 -0.016
Si -0.003 -0.004 -0.004
Si -0.001 0.003 0
Si 0.009 -0.004 -0.005
Si 0.022 0.024 -0.002
Si 0.018 0.001 -0.007
Si 0 0 -0.004
Si 0.014 0.001 -0.007
Si -0.007 -0.01 -0.004
Si -0.007 -0.019 -0.002
Si 0.009 -0.004 -0.004
Si -0.007 0.004 -0.005
Si 0.008 0 0.007
Si -0.001 0 -0.005
Si 0.001 -0.001 -0.008
Si 0.002 0.008 -0.002
Si 0 -0.003 -0.001
Si -0.013 0.01 -0.006
Si -0.002 0.006 0.001
Si 0.001 0.001 -0.001
Si 0.004 -0.018 -0.007
Si -0.004 -0.002 -0.001
Si -0.005 0 0.005
Si 0.002 -0.001 -0.005
Si 0.002 -0.001 0.001
Si 0.001 0.002 -0.001
Si -0.004 0.015 0.002
Si -0.002 -0.003 -0.001
Si 0.003 -0.01 0.007
Si -0.002 0.003 -0.001
Si 0.006 0.002 0.002
Si 0.004 -0.003 -0.002
Si 0.006 0.005 -0.002
Si 0.003 0.009 -0.001
Si 0.002 0.003 0
Si 0.009 -0.009 0.001
Si 0.001 -0.006 -0.003
Si 0.003 0.004 0.003
Si -0.004 0.005 -0.002
Si 0.005 -0.003 0
Si 0.003 0.004 0.005
Si -0.003 0.007 -0.003
Si 0.007 0.005 -0.004
Si 0.007 -0.006 -0.004
Si 0.001 -0.009 -0.001
Si -0.002 0.004 0.001
Si 0.007 0 0.001
Si 0.004 0.005 -0.003
Si -0.005 0.001 0.005
Si 0.003 0.002 -0.003
Si 0.004 0.004 0.001
Si 0.013 0 0.002
Si 0.012 -0.005 -0.003
Si 0.008 -0.001 -0.002
Si 0.009 0.002 0.002
Si 0.001 -0.004 0.001
Si -0.002 0.002 0
Si -0.016 0 0.004
Si -0.002 -0.015 -0.006
Si 0.009 -0.006 0.001
Si 0.007 -0.001 0.007
Si 0.007 -0.005 0.003
Si -0.002 -0.005 0.009
Si -0.003 0.001 0.009
Si -0.002 0.017 0.002
Si -0.012 0.002 0.005
Si 0.014 0 0.006
Si 0.005 -0.001 0
Si 0.019 -0.002 -0.002
Si 0.01 0.003 0
Si -0.006 0.006 0.003
Si -0.006 0.007 0.004
Si -0.014 0.01 -0.004
Si -0.001 0.007 0.009
Si -0.003 -0.001 0.007
Si 0.018 -0.022 0.005
Si 0.002 0.01 0.006
Si 0 0.001 0.001
Si 0.004 -0.006 -0.001
Si -0.005 0.015 0.005
Si -0.012 0.007 0.001
Si -0.005 -0.005 -0.002
Si 0.007 -0.011 0.004
Si -0.002 -0.019 0.005
Si -0.004 -0.008 -0.003
Si 0.001 0.002 0.01
Si 0 0.008 -0.008
Si -0.001 0.013 -0.001
Si -0.004 0.005 -0.008
Si 0 -0.002 0
Si -0.008 0.002 0.001
Si 0.004 0.006 0.003
Si -0.002 -0.003 -0.004
Si 0 -0.005 -0.013
Si -0.011 -0.001 0.003
Si -0.013 0.006 0
Si -0.009 0.001 -0.004
Si 0.008 -0.011 0
Si -0.008 -0.002 0.003
Si 0.004 0 -0.004
Si 0.008 -0.011 0.003
Si -0.002 0 0.005
Si -0.013 0.004 0
Si 0.006 -0.007 0.002
Si -0.008 -0.002 0.003
Si -0.001 -0.007 0
Si 0 0.004 0.003
Si -0.003 0.006 0.004
Si -0.002 -0.003 -0.007
Si -0.011 -0.009 0.005
Si 0.004 -0.009 0.006
Si -0.012 0 0.002
Si -0.002 -0.005 -0.002
Si 0.004 -0.016 0.001
Si -0.001 -0.004 0.001
Si -0.002 0.014 0.002
Si -0.002 -0.001 0.002
Si -0.011 0.01 0.002
Si 0.014 0.002 0.001
Si 0.009 0.002 -0.005
Si -0.003 0.002 0.002
Si 0.001 0.007 -0.004
Si 0.014 -0.005 0.005
Si 0 -0.009 -0.006
Si 0.005 -0.004 0.002
Si 0.006 -0.006 -0.004
Si -0.005 -0.013 0.002
Si -0.011 0.004 0.006
Si -0.002 0.013 -0.002
Si 0.005 0.01 -0.001
Si 0.003 0.002 0.002
Si -0.004 0.004 0.002
Si -0.002 0.003 0
Si -0.001 0.002 0
Si -0.001 -0.002 -0.002
Si 0.003 -0.006 0
Si 0.003 -0.005 0.01
Si 0.005 -0.004 -0.001
Si -0.005 0.007 -0.004
Si 0.002 0.008 -0.004
Si -0.001 -0.017 0
Si -0.003 0.001 -0.003
Si 0.007 -0.004 -0.002
Si -0.007 0.002 0.003
Si -0.006 -0.008 0
Si 0.001 -0.001 0.002
Si -0.002 -0.007 0.003
Si 0.002 0 -0.002
Si -0.006 -0.002 0.004
Si -0.007 0.006 -0.001
Si -0.002 -0.005 0.003
Si -0.012 -0.003 0.002
Si 0.001 0 0.001
Si 0.004 0 -0.001
Si -0.01 -0.004 0
Si -0.006 -0.001 -0.003
Si -0.013 0.008 -0.002
Si 0 -0.005 0.003
Si -0.01 0.004 0.001
Si -0.004 -0.007 -0.001
Si 0.002 0.002 0.002
Si 0.003 0.003 -0.007
Si -0.001 0.006 0.001
Si -0.015 -0.001 -0.005
Si -0.009 0.001 -0.004
Si -0.011 -0.002 -0.002
Si -0.013 0.002 0.003
Si -0.012 -0.006 0.005
Si 0 0 0.005
Si 0.002 -0.001 -0.003
Si 0.001 0.001 -0.001
Si 0.004 0.003 -0.001
Si -0.01 0.002 -0.004
Si -0.002 0.006 -0.001
Si -0.006 -0.004 0.005
Si -0.001 -0.006 0
Si 0.009 0 0.006
Si -0.006 -0.009 -0.005
Si 0.003 0.004 -0.01
Si -0.002 -0.01 0.003
Si 0.004 -0.007 -0.004
Si -0.007 -0.001 0.003
Si -0.008 -0.01 -0.001
Si 0.007 0.018 0.005
Si 0 0.005 0.001
Si 0 0.001 0.001
Si 0.009 0.016 -0.001
Si -0.002 -0.007 -0.009
Si -0.003 -0.009 0
Si 0.002 -0.005 -0.001
Si -0.002 0.006 0
Si 0.011 0.004 0.007
Si 0.013 0.008 -0.002
Si -0.002 0.008 0
Si -0.008 -0.008 0.001
Si -0.005 -0.014 0.002
Si -0.001 -0.006 0.001
Si 0.001 0.001 0.009
Si 0.006 -0.002 0.003
Si 0.006 -0.001 0.001
Si 0.005 0.012 0.002
Si 0.006 0.009 0.003
Si 0.004 0.006 0
Si 0 0.003 0.001
Si 0.007 -0.005 -0.001
Si -0.003 0.006 0.003
Si 0.009 0.016 -0.003
Si 0.007 -0.004 0.002
Si 0.002 0 -0.002
Si -0.004 0 0.004
Si -0.005 -0.003 0
Si 0.004 0.001 0.003
Si 0.011 -0.011 -0.001
Si 0.012 0.009 0.004
Si -0.002 0.003 -0.001
Si 0.004 -0.001 -0.004
Si 0.01 0.005 -0.004
Si 0.006 0.008 -0.002
Si -0.004 -0.002 0.001
Si 0 0.001 -0.003
Si 0.011 -0.007 -0.002
Si 0.008 0 0.002
Si 0.014 0.003 -0.002
Si 0.015 -0.011 -0.011
Si 0.008 0.005 -0.003
Si 0.003 0.003 -0.006
Si -0.006 -0.01 0.006
Si 0.002 -0.004 -0.006
Si -0.003 -0.011 0.003
Si -0.018 -0.009 0
Si -0.009 0.004 -0.003
Si 0.004 0.003 -0.005
Si 0.006 0.015 -0.003
Si -0.009 0.008 0.001
Si 0.006 0.017 -0.006
Si 0.009 0.011 -0.007
Si 0.001 -0.004 -0.007
Si -0.004 -0.006 -0.001
Si -0.011 -0.005 -0.001
Si 0.004 -0.004 -0.006
Si 0.004 -0.003 -0.001
Si 0 0.001 -0.005
Si 0.017 0.005 0
Si -0.01 -0.001 0.007
Si 0.001 0 0.001
Si 0.01 -0.002 -0.001
Si -0.001 -0.008 0.004
Si -0.001 -0.002 0
Si 0.003 0.007 -0.001
Si 0.005 0.005 0
Si 0.01 0.005 0.002
Si 0.002 0.004 -0.001
Si 0.003 -0.001 -0.009
Si -0.008 -0.007 -0.001
Si 0.004 0.004 -0.002
Si 0.002 0.002 -0.002
Si 0.007 -0.001 0.001
Si -0.001 0.006 -0.005
Si 0.006 0.007 -0.004
Si 0.008 0.002 -0.007
Si 0.005 -0.004 -0.001
Si -0.001 -0.006 -0.004
Si 0.006 -0.001 0.003
Si 0.008 0.005 0.001
Si 0.011 -0.003 -0.001
Si -0.001 0 0
Si -0.001 0.003 -0.004
Si -0.003 -0.005 -0.001
Si -0.001 0.004 -0.002
Si -0.007 -0.002 0
Si 0.009 0.014 -0.002
Si 0.003 -0.002 0.003
Si -0.004 -0.007 0.003
Si -0.002 -0.001 -0.003
Si 0 -0.001 0.003
Si 0.008 0.004 0.004
Si -0.006 -0.001 -0.002
Si 0.001 -0.009 0.003
Si 0.015 0.016 -0.003
Si 0 0 0.001
Si -0.003 -0.006 0
Si 0 -0.012 0.002
Si 0.007 -0.003 0.001
Si 0.008 0.004 0.001
Si 0.005 -0.005 0.008
Si 0.005 -0.003 0.002
Si -0.006 0.007 -0.002
Si 0.001 0.011 0.007
Si -0.001 0.009 -0.007
Si 0.004 0.006 -0.002
Si -0.009 0.007 0.009
Si -0.004 -0.009 0.004
Si -0.002 -0.007 -0.001
Si 0.005 -0.003 0
Si 0.009 -0.01 -0.001
Si -0.004 0.01 0.004
Si -0.003 0.005 -0.003
Si -0.002 0.003 0.001
Si -0.007 -0.01 -0.004
Si -0.002 -0.001 0
Si -0.004 -0.003 -0.005
Si 0.004 0 -0.001
Si -0.004 -0.003 -0.005
Si 0.001 0.012 -0.009
Si 0.004 -0.005 -0.007
Si -0.004 0.01 -0.003
Si -0.009 -0.006 0.002
Si -0.007 -0.008 -0.007
Si -0.002 -0.004 0.001
Si 0.002 -0.009 -0.009
Si -0.008 -0.007 0.002
Si -0.009 0.003 0.002
Si -0.001 0.003 0.002
Si -0.003 -0.003 -0.006
Si -0.002 -0.006 0.001
Si 0.006 0.005 -0.004
Si -0.005 -0.008 0.001
Si -0.005 -0.005 0
Si -0.006 -0.007 0.004
Si 0 0.009 -0.001
Si -0.013 0.002 0.008
Si -0.007 0 0.002
Si 0.003 0.001 -0.002
Si -0.009 -0.003 -0.004
Si 0 0.006 -0.005
Si 0.003 -0.008 0
Si -0.002 -0.002 0.003
Si -0.005 0.008 -0.002
Si -0.007 -0.003 0.002
Si 0.013 0 -0.002
Si -0.003 0.001 0
Si -0.004 0 0.002
Si 0.007 0.005 0.001
Si -0.002 -0.016 -0.006
Si 0.012 -0.001 0.001
Si 0.017 -0.005 -0.002
Si 0.014 0.01 -0.001
Si -0.007 0.007 0.005
Si 0.007 0.001 0.005
Si 0.006 -0.008 0.003
Si -0.01 -0.005 0
Si -0.002 -0.003 0.006
Si -0.007 -0.004 0.001
Si 0.007 -0.003 0.006
Si -0.002 -0.006 0.003
Si -0.004 0.003 0.007
Si 0.003 -0.008 0.003
